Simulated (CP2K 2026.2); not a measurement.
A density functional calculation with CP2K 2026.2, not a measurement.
Periodic cell of 2364 atoms, Si1700O664, from a study of silicon, its oxide and their interface. The atomic structure is a simulated model.
Doubt: the forces sum to 1.99 eV/angstrom along one axis rather than to zero, so they err by at least 0.0008 eV/angstrom per atom on average; the grid cutoff is modest.

Settings
functional: PBE
method: Gaussian and plane waves
basis set: DZVP-MOLOPT-SR-GTH
pseudopotentials: GTH-PBE
grid cutoff: 350 Ry, relative cutoff 50 Ry
k points: Gamma only
occupations: fixed
spin: none
net charge: 0

Cell vectors (angstrom)
a	16.4025	0	0
b	0	65.61	0
c	0	0	40.1622

Atoms: element, x, y, z (angstrom)
Si	0.7	65.284	39.721
Si	3.157	2.381	0.072
Si	15.895	5.757	40.117
Si	2.821	8.126	39.84
Si	15.901	11.534	39.929
Si	1.749	14.314	40.018
Si	16.181	16.686	0.577
Si	2.833	18.813	0.196
Si	15.958	22.817	40.084
Si	2.852	24.41	40.119
Si	0.593	26.63	0.252
Si	3.298	29.531	0.317
Si	0.285	32.564	0.312
Si	3.203	35.029	40.098
Si	16.379	38.473	0.309
Si	2.25	41.487	39.989
Si	0.16	43.833	0.282
Si	2.828	46.847	39.726
Si	15.937	49.949	40.155
Si	2.339	52.443	39.758
Si	16.369	54.61	40.149
Si	2.16	57.785	39.883
Si	0.252	60.341	0.064
Si	2.808	63.096	0.14
Si	4.91	0.701	0.413
Si	8.519	2.6	0.01
Si	4.88	5.653	40.103
Si	10.032	8.362	39.007
Si	5.617	11.184	0.192
Si	8.237	13.307	40.108
Si	4.876	16.459	0.029
Si	7.742	19.33	0.215
Si	5.57	21.511	0.459
Si	8.609	24.303	40.12
Si	5.338	27.235	0.407
Si	7.619	30.635	0.121
Si	5.399	32.805	0.467
Si	8.254	35.337	0.455
Si	6.273	37.674	40.017
Si	8.122	40.954	40.092
Si	5.789	43.194	39.862
Si	8.257	46.098	39.725
Si	6.285	49.555	39.553
Si	9.097	51.34	0.15
Si	5.828	54.707	39.819
Si	8.51	57.383	40.031
Si	4.903	60.727	39.771
Si	8.077	63.033	0.18
Si	10.357	0.954	40.151
Si	13.095	3.565	40.149
Si	10.917	5.723	0.231
Si	13.92	8.157	0.03
Si	10.784	11.456	0.003
Si	13.61	13.785	0.208
Si	11.244	15.916	39.937
Si	14.397	19.036	40.045
Si	10.75	22.01	0.144
Si	13.611	24.536	0.686
Si	11.518	26.799	0.12
Si	13.881	29.972	0.084
Si	10.491	33.221	39.983
Si	13.737	35.812	0.102
Si	11.072	37.563	40.056
Si	14.509	40.812	39.648
Si	10.849	44.141	39.841
Si	14.327	45.994	40.109
Si	10.895	49.811	0.223
Si	13.698	52.013	0.563
Si	11.394	53.945	0.015
Si	13.869	56.573	39.519
Si	10.676	61.332	39.69
Si	13.524	63.035	40.099
Si	1.365	1.382	1.187
Si	3.849	4.176	1.42
Si	1.248	6.976	1.129
Si	3.979	9.687	1.174
Si	1.061	12.522	1.282
Si	3.716	15.012	1.409
Si	1.333	17.861	1.757
Si	4.047	20.266	1.681
Si	1.401	23.178	1.454
Si	4.165	25.654	1.621
Si	1.555	28.417	1.501
Si	4.156	31.269	1.685
Si	1.572	34.136	1.458
Si	4.335	36.813	1.118
Si	1.49	39.799	1.389
Si	4.11	42.311	1.101
Si	1.613	45.376	1.208
Si	4.51	48.033	0.82
Si	1.414	50.819	1.165
Si	4.103	53.504	0.911
Si	1.282	56.17	1.225
Si	3.986	58.925	0.949
Si	1.386	61.753	1.516
Si	4.035	64.454	1.615
Si	6.793	1.682	1.452
Si	9.42	4.319	1.385
Si	6.455	6.834	1.257
Si	9.795	9.588	1.095
Si	6.911	12.332	1.674
Si	9.497	14.966	1.171
Si	6.609	17.6	1.353
Si	9.494	20.402	1.407
Si	6.904	23.207	1.394
Si	9.718	25.843	1.392
Si	6.88	28.696	1.459
Si	9.515	31.513	1.266
Si	6.821	34.092	1.764
Si	9.689	36.733	1.601
Si	7.018	39.423	1.337
Si	9.751	42.33	0.98
Si	6.816	44.966	1.001
Si	9.826	48.022	1.313
Si	7.211	50.542	1.362
Si	9.721	53.174	1.472
Si	6.838	56.25	1.104
Si	9.729	58.947	1.044
Si	6.57	61.629	1.25
Si	9.448	64.642	1.253
Si	12.113	1.756	1.329
Si	14.813	4.348	1.473
Si	12.347	7.057	1.475
Si	15.035	9.795	1.294
Si	12.232	12.471	1.548
Si	14.826	15.159	1.668
Si	12.053	17.483	1.439
Si	15.277	20.693	1.267
Si	12.172	23.096	1.717
Si	15.232	25.841	1.692
Si	12.35	28.678	1.363
Si	15.324	31.114	1.569
Si	12.396	34.097	1.219
Si	15.14	36.953	1.571
Si	12.175	39.471	1.038
Si	15.17	42.287	1.295
Si	12.502	45.042	1.151
Si	15.149	47.932	1.159
Si	12.344	50.642	1.806
Si	15.183	53.417	1.612
Si	12.403	55.855	1.104
Si	15.019	58.974	1.081
Si	12.17	61.746	1.276
Si	14.87	64.103	1.513
Si	16.279	2.8	2.559
Si	2.565	0.144	2.846
Si	16.397	8.379	2.636
Si	2.483	5.591	2.679
Si	16.254	13.741	2.888
Si	2.587	11.075	2.574
Si	16.362	19.305	2.915
Si	2.616	16.372	2.991
Si	0.115	24.45	3.02
Si	2.679	21.736	2.885
Si	0.195	29.782	2.937
Si	2.831	27.095	2.969
Si	0.142	35.508	2.771
Si	2.764	32.696	2.905
Si	0.099	41.051	2.752
Si	2.917	38.267	2.535
Si	0.172	46.638	2.565
Si	2.922	43.851	2.51
Si	0.168	52.003	2.781
Si	2.955	49.306	2.322
Si	16.327	57.559	2.587
Si	2.806	54.828	2.489
Si	16.315	62.924	2.906
Si	2.774	60.208	2.628
Si	5.395	2.999	2.804
Si	8.095	0.226	2.773
Si	5.268	8.3	2.684
Si	8.008	5.662	2.679
Si	5.329	13.723	2.759
Si	8.267	10.814	2.744
Si	5.431	18.926	2.951
Si	8.13	16.328	2.647
Si	5.62	24.454	2.914
Si	8.198	21.798	2.832
Si	5.565	29.933	2.973
Si	8.328	27.302	2.725
Si	5.471	35.59	2.858
Si	8.298	32.717	2.904
Si	5.496	40.88	2.528
Si	8.353	38.227	2.809
Si	5.607	46.525	2.38
Si	8.301	43.677	2.412
Si	5.554	52.03	2.376
Si	8.425	49.203	2.809
Si	5.43	57.606	2.431
Si	8.224	54.769	2.48
Si	5.416	62.995	2.782
Si	8.186	60.252	2.428
Si	10.827	3.025	2.827
Si	13.569	0.228	2.588
Si	10.946	8.382	2.748
Si	13.592	5.683	2.904
Si	10.786	13.754	2.833
Si	13.592	10.989	2.782
Si	10.81	18.993	2.759
Si	13.446	16.414	3.008
Si	10.889	24.546	2.971
Si	13.677	21.686	2.805
Si	10.914	30.047	2.658
Si	13.753	27.344	2.83
Si	11.121	35.398	2.829
Si	13.789	32.647	2.666
Si	11.018	40.971	2.481
Si	13.655	38.336	2.688
Si	11.112	46.447	2.526
Si	13.719	43.637	2.576
Si	10.993	52.011	3.048
Si	13.778	49.109	2.746
Si	11.037	57.466	2.408
Si	13.717	54.78	2.766
Si	10.849	63.182	2.601
Si	13.55	60.196	2.501
Si	1.188	4.164	4.042
Si	4.025	1.528	4.119
Si	1.318	9.705	4.068
Si	3.921	6.929	4.073
Si	1.235	15.023	4.31
Si	3.974	12.326	4.084
Si	1.344	20.495	4.362
Si	4.043	17.665	4.345
Si	1.434	25.831	4.379
Si	4.142	23.107	4.206
Si	1.433	31.299	4.248
Si	4.17	28.552	4.289
Si	1.526	36.938	4.02
Si	4.148	34.132	4.194
Si	1.516	42.49	3.963
Si	4.195	39.598	4.011
Si	1.575	47.998	3.879
Si	4.273	45.208	3.88
Si	1.525	53.46	4.006
Si	4.213	50.666	3.824
Si	1.346	58.859	3.984
Si	4.145	56.196	3.877
Si	1.264	64.34	4.206
Si	4.068	61.577	4.083
Si	6.755	4.316	4.174
Si	9.491	1.558	4.148
Si	6.748	9.573	4.085
Si	9.481	6.979	4.044
Si	6.763	15.033	4.119
Si	9.507	12.266	4.164
Si	6.812	20.407	4.209
Si	9.429	17.691	4.142
Si	6.946	25.934	4.171
Si	9.526	23.146	4.275
Si	6.92	31.363	4.265
Si	9.641	28.67	4.128
Si	6.929	36.907	4.163
Si	9.685	34.106	4.206
Si	6.911	42.334	3.86
Si	9.707	39.696	4.025
Si	6.926	47.79	3.943
Si	9.651	45.077	3.866
Si	6.859	53.388	3.87
Si	9.603	50.597	4.261
Si	6.846	58.879	3.873
Si	9.634	56.127	3.863
Si	6.794	64.378	4.113
Si	9.493	61.669	3.906
Si	12.219	4.298	4.227
Si	14.952	1.496	4.029
Si	12.257	9.666	4.203
Si	15.05	7.04	4.132
Si	12.148	15.006	4.318
Si	14.919	12.326	4.214
Si	12.245	20.346	4.159
Si	14.95	17.824	4.22
Si	12.359	25.942	4.2
Si	15.001	23.092	4.241
Si	12.345	31.365	4.062
Si	15.112	28.587	4.283
Si	12.411	36.904	4.121
Si	15.112	34.1	4.062
Si	12.348	42.305	3.956
Si	15.089	39.665	4.055
Si	12.367	47.772	4.058
Si	15.147	45.13	3.873
Si	12.407	53.432	4.2
Si	15.147	50.579	4.05
Si	12.292	58.808	3.93
Si	15.069	56.186	4.061
Si	12.245	64.46	4.026
Si	14.907	61.479	4.054
Si	16.37	65.571	16.381
Si	2.706	2.702	16.406
Si	16.375	5.441	16.424
Si	2.703	8.19	16.49
Si	16.389	10.919	16.53
Si	2.703	13.637	16.574
Si	16.375	16.342	16.572
Si	2.695	19.064	16.562
Si	16.382	21.811	16.512
Si	2.719	24.575	16.474
Si	16.401	27.337	16.415
Si	2.732	30.104	16.369
Si	0.031	32.848	16.37
Si	2.746	35.58	16.336
Si	0.037	38.323	16.325
Si	2.75	41.052	16.311
Si	0.03	43.787	16.313
Si	2.746	46.496	16.301
Si	0.002	49.226	16.318
Si	2.727	51.919	16.319
Si	16.395	54.655	16.302
Si	2.722	57.381	16.313
Si	16.391	60.102	16.317
Si	2.712	62.838	16.35
Si	5.436	65.565	16.371
Si	8.148	2.69	16.393
Si	5.417	5.433	16.461
Si	8.153	8.176	16.505
Si	5.418	10.917	16.539
Si	8.152	13.646	16.56
Si	5.416	16.352	16.586
Si	8.151	19.074	16.551
Si	5.43	21.815	16.523
Si	8.187	24.573	16.45
Si	5.455	27.34	16.404
Si	8.199	30.094	16.371
Si	5.476	32.846	16.345
Si	8.219	35.585	16.333
Si	5.466	38.317	16.331
Si	8.203	41.063	16.32
Si	5.469	43.781	16.306
Si	8.195	46.513	16.299
Si	5.477	49.214	16.308
Si	8.194	51.92	16.306
Si	5.455	54.636	16.325
Si	8.19	57.373	16.333
Si	5.447	60.118	16.335
Si	8.166	62.843	16.343
Si	10.878	65.563	16.356
Si	13.623	2.688	16.399
Si	10.89	5.426	16.443
Si	13.648	8.187	16.476
Si	10.899	10.922	16.535
Si	13.65	13.641	16.56
Si	10.902	16.364	16.559
Si	13.645	19.073	16.541
Si	10.906	21.813	16.492
Si	13.656	24.564	16.448
Si	10.938	27.33	16.404
Si	13.697	30.094	16.394
Si	10.964	32.846	16.359
Si	13.714	35.586	16.347
Si	10.969	38.33	16.33
Si	13.706	41.067	16.312
Si	10.95	43.804	16.316
Si	13.683	46.523	16.311
Si	10.923	49.226	16.302
Si	13.655	51.938	16.3
Si	10.934	54.643	16.31
Si	13.66	57.368	16.308
Si	10.916	60.106	16.333
Si	13.647	62.839	16.335
Si	1.345	1.318	17.752
Si	4.059	4.044	17.817
Si	1.341	6.789	17.811
Si	4.041	9.556	17.897
Si	1.345	12.267	17.94
Si	4.054	14.992	17.978
Si	1.339	17.693	17.952
Si	4.069	20.439	17.91
Si	1.355	23.196	17.846
Si	4.09	25.989	17.788
Si	1.357	28.75	17.737
Si	4.096	31.489	17.707
Si	1.397	34.22	17.731
Si	4.09	36.952	17.706
Si	1.401	39.685	17.694
Si	4.094	42.425	17.682
Si	1.39	45.145	17.693
Si	4.109	47.846	17.673
Si	1.363	50.567	17.714
Si	4.095	53.257	17.705
Si	1.368	55.999	17.678
Si	4.072	58.748	17.69
Si	1.345	61.458	17.703
Si	4.088	64.18	17.734
Si	6.796	1.308	17.755
Si	9.514	4.031	17.777
Si	6.774	6.793	17.848
Si	9.516	9.55	17.879
Si	6.77	12.287	17.921
Si	9.521	15.014	17.927
Si	6.786	17.72	17.951
Si	9.54	20.453	17.871
Si	6.815	23.217	17.829
Si	9.572	25.957	17.767
Si	6.817	28.734	17.732
Si	9.574	31.479	17.702
Si	6.838	34.224	17.693
Si	9.594	36.954	17.68
Si	6.816	39.703	17.686
Si	9.559	42.448	17.675
Si	6.818	45.157	17.67
Si	9.531	47.887	17.681
Si	6.826	50.567	17.701
Si	9.566	53.267	17.675
Si	6.821	55.995	17.696
Si	9.565	58.726	17.709
Si	6.815	61.473	17.715
Si	9.516	64.198	17.728
Si	12.244	1.296	17.732
Si	15.012	4.046	17.752
Si	12.272	6.797	17.796
Si	15.026	9.533	17.866
Si	12.275	12.279	17.915
Si	15.027	14.976	17.961
Si	12.288	17.712	17.929
Si	15.031	20.43	17.893
Si	12.292	23.189	17.814
Si	15.035	25.952	17.767
Si	12.31	28.717	17.733
Si	15.079	31.471	17.74
Si	12.35	34.214	17.71
Si	15.093	36.95	17.704
Si	12.344	39.706	17.68
Si	15.071	42.425	17.685
Si	12.302	45.184	17.69
Si	15.037	47.877	17.706
Si	12.281	50.582	17.68
Si	15.023	53.293	17.672
Si	12.308	55.993	17.687
Si	15.038	58.716	17.676
Si	12.286	61.469	17.698
Si	15.004	64.18	17.732
Si	16.377	2.681	19.115
Si	2.719	65.544	19.094
Si	0.015	8.154	19.201
Si	2.68	5.411	19.184
Si	16.4	13.612	19.349
Si	2.714	10.92	19.328
Si	16.367	19.058	19.309
Si	2.68	16.336	19.372
Si	16.384	24.599	19.158
Si	2.682	21.81	19.245
Si	0.017	30.105	19.139
Si	2.72	27.406	19.101
Si	0.058	35.605	19.107
Si	2.741	32.832	19.1
Si	0.045	41.06	19.052
Si	2.726	38.308	19.096
Si	0.035	46.52	19.063
Si	2.748	43.781	19.079
Si	16.362	51.932	19.065
Si	2.749	49.179	19.065
Si	0.002	57.35	19.053
Si	2.701	54.606	19.058
Si	16.381	62.801	19.086
Si	2.709	60.101	19.077
Si	5.433	2.642	19.154
Si	8.15	65.543	19.126
Si	5.402	8.161	19.226
Si	8.156	5.387	19.159
Si	5.424	13.625	19.349
Si	8.144	10.917	19.259
Si	5.412	19.081	19.325
Si	8.152	16.355	19.326
Si	5.455	24.623	19.156
Si	8.165	21.839	19.199
Si	5.438	30.118	19.069
Si	8.194	27.359	19.072
Si	5.436	35.556	19.055
Si	8.21	32.862	19.047
Si	5.417	41.045	19.063
Si	8.186	38.31	19.008
Si	5.443	46.482	19.068
Si	8.164	43.799	19.045
Si	5.446	51.886	19.101
Si	8.159	49.207	19.104
Si	5.428	57.362	19.042
Si	8.187	54.601	19.047
Si	5.456	62.818	19.114
Si	8.188	60.096	19.064
Si	10.864	2.623	19.116
Si	13.602	65.527	19.085
Si	10.92	8.158	19.176
Si	13.661	5.415	19.111
Si	10.91	13.662	19.277
Si	13.674	10.902	19.243
Si	10.895	19.09	19.256
Si	13.662	16.354	19.323
Si	10.923	24.577	19.139
Si	13.642	21.819	19.195
Si	10.932	30.102	19.056
Si	13.662	27.334	19.091
Si	10.979	35.599	19.045
Si	13.719	32.851	19.085
Si	10.948	41.081	19.009
Si	13.729	38.337	19.036
Si	10.886	46.537	19.052
Si	13.707	43.822	19.025
Si	10.898	51.904	19.078
Si	13.628	49.226	19.068
Si	10.937	57.337	19.065
Si	13.67	54.63	19.074
Si	10.91	62.831	19.064
Si	13.668	60.08	19.031
Si	1.319	4.025	20.541
Si	4.08	1.247	20.515
Si	1.35	9.499	20.639
Si	4.028	6.777	20.572
Si	1.347	14.951	20.787
Si	4.055	12.288	20.765
Si	1.344	20.42	20.661
Si	4.054	17.701	20.742
Si	1.324	26.067	20.443
Si	4.066	23.251	20.499
Si	1.42	31.458	20.514
Si	4.051	28.807	20.465
Si	1.402	36.95	20.538
Si	4.113	34.177	20.469
Si	1.377	42.427	20.45
Si	4.056	39.687	20.476
Si	1.429	47.82	20.472
Si	4.099	45.133	20.481
Si	1.324	53.262	20.462
Si	4.094	50.491	20.486
Si	1.338	58.728	20.434
Si	4.064	55.98	20.401
Si	1.363	64.165	20.437
Si	4.082	61.447	20.47
Si	6.813	3.986	20.524
Si	9.53	1.241	20.534
Si	6.742	9.554	20.599
Si	9.527	6.775	20.491
Si	6.8	14.982	20.73
Si	9.528	12.293	20.61
Si	6.799	20.509	20.616
Si	9.531	17.749	20.656
Si	6.839	26.033	20.474
Si	9.549	23.224	20.512
Si	6.82	31.494	20.383
Si	9.557	28.732	20.405
Si	6.784	36.962	20.364
Si	9.597	34.229	20.391
Si	6.762	42.446	20.396
Si	9.571	39.686	20.33
Si	6.761	47.843	20.47
Si	9.497	45.192	20.423
Si	6.83	53.253	20.45
Si	9.518	50.567	20.495
Si	6.797	58.721	20.402
Si	9.556	55.947	20.413
Si	6.793	64.195	20.52
Si	9.578	61.448	20.43
Si	12.265	4.017	20.388
Si	14.986	1.285	20.411
Si	12.315	9.494	20.551
Si	15.059	6.739	20.497
Si	12.279	15.004	20.686
Si	15.034	12.214	20.688
Si	12.283	20.462	20.582
Si	15.025	17.697	20.733
Si	12.318	25.948	20.456
Si	15.025	23.2	20.513
Si	12.322	31.457	20.392
Si	15.004	28.714	20.451
Si	12.366	36.977	20.394
Si	15.107	34.214	20.45
Si	12.309	42.475	20.354
Si	15.13	39.654	20.412
Si	12.197	47.92	20.447
Si	15.066	45.172	20.425
Si	12.284	53.258	20.431
Si	14.994	50.578	20.445
Si	12.356	58.688	20.405
Si	15.089	55.957	20.442
Si	12.231	64.18	20.487
Si	15.004	61.422	20.44
Si	16.306	65.473	21.736
Si	2.672	2.582	21.846
Si	16.361	5.39	21.942
Si	2.743	8.177	22.025
Si	16.37	10.794	22.068
Si	2.722	13.629	22.233
Si	16.358	16.294	22.169
Si	2.675	19.062	22.122
Si	16.324	21.814	21.926
Si	2.715	24.717	21.741
Si	16.373	27.398	21.857
Si	2.746	30.115	21.971
Si	0.02	32.814	21.841
Si	2.776	35.52	21.896
Si	0.017	38.318	21.932
Si	2.654	41.027	21.88
Si	0.087	43.867	21.819
Si	2.782	46.471	21.937
Si	0.032	49.225	21.743
Si	2.661	51.829	21.789
Si	16.384	54.596	21.909
Si	2.649	57.291	21.775
Si	0.007	60.108	21.832
Si	2.791	62.9	21.848
Si	5.398	65.504	21.962
Si	8.15	2.584	21.919
Si	5.391	5.331	21.84
Si	8.141	8.135	21.831
Si	5.434	10.891	22.105
Si	8.215	13.626	22.082
Si	5.405	16.305	22.141
Si	8.147	19.132	21.998
Si	5.4	21.916	21.918
Si	8.182	24.625	21.831
Si	5.471	27.482	21.771
Si	8.184	30.141	21.729
Si	5.463	32.773	21.834
Si	8.147	35.584	21.674
Si	5.432	38.282	21.789
Si	8.119	41.006	21.64
Si	5.424	43.749	21.877
Si	8.096	46.491	21.866
Si	5.396	49.108	21.943
Si	8.126	51.886	21.902
Si	5.471	54.656	21.761
Si	8.141	57.302	21.725
Si	5.429	60.036	21.822
Si	8.259	62.853	21.812
Si	10.9	65.512	21.957
Si	13.615	2.664	21.734
Si	10.935	5.37	21.754
Si	13.742	8.113	21.857
Si	10.941	10.892	21.852
Si	13.647	13.588	22.034
Si	10.947	16.449	22.044
Si	13.594	19.102	22.02
Si	10.921	21.874	21.889
Si	13.699	24.608	21.853
Si	10.905	27.319	21.74
Si	13.582	30.04	21.782
Si	11.02	32.874	21.725
Si	13.777	35.643	21.781
Si	10.976	38.372	21.704
Si	13.771	41.124	21.621
Si	10.896	43.819	21.725
Si	13.606	46.535	21.694
Si	10.819	49.214	21.937
Si	13.573	51.878	21.855
Si	10.935	54.614	21.813
Si	13.794	57.383	21.779
Si	10.961	60.027	21.742
Si	13.57	62.73	21.784
Si	1.216	1.213	23.14
Si	4.083	3.898	23.21
Si	1.357	6.774	23.33
Si	4.067	9.529	23.539
Si	1.285	12.173	23.491
Si	4.161	14.94	23.716
Si	1.337	17.631	23.628
Si	4.09	20.552	23.387
Si	1.301	23.371	23.035
Si	4.1	26.107	23.075
Si	1.235	28.788	23.301
Si	4.196	31.449	23.396
Si	1.416	34.116	23.313
Si	4.179	36.892	23.27
Si	1.288	39.743	23.371
Si	4.027	42.378	23.248
Si	1.473	45.099	23.343
Si	4.137	47.709	23.461
Si	1.352	50.465	23.272
Si	4.07	53.245	22.999
Si	1.365	55.988	23.3
Si	4.022	58.58	23.159
Si	1.377	61.566	23.138
Si	4.047	64.175	23.46
Si	6.767	1.224	23.413
Si	9.611	4.021	23.179
Si	6.698	6.79	23.132
Si	9.589	9.477	23.12
Si	6.887	12.204	23.495
Si	9.656	15.035	23.402
Si	6.756	17.783	23.401
Si	9.546	20.543	23.303
Si	6.73	23.391	23.215
Si	9.552	25.993	23.149
Si	6.828	28.832	23.179
Si	9.619	31.482	23.013
Si	6.873	34.172	23.096
Si	9.469	37.033	22.966
Si	6.756	39.73	23.088
Si	9.51	42.329	22.945
Si	6.804	45.067	23.307
Si	9.342	47.891	23.314
Si	6.747	50.472	23.328
Si	9.498	53.317	23.245
Si	6.729	56.075	23.181
Si	9.575	58.615	23.015
Si	6.834	61.499	23.072
Si	9.603	64.061	23.395
Si	12.307	1.403	23.195
Si	14.893	3.974	23.201
Si	12.408	6.651	23.084
Si	15.017	9.333	23.451
Si	12.334	12.089	23.316
Si	14.856	14.989	23.544
Si	12.224	17.852	23.508
Si	14.93	20.459	23.377
Si	12.318	23.259	23.223
Si	15.069	25.967	23.251
Si	12.223	28.633	23.162
Si	14.921	31.459	23.079
Si	12.372	34.301	23.085
Si	15.096	36.894	23.333
Si	12.48	39.745	22.958
Si	15.03	42.522	23.035
Si	12.228	45.238	23.116
Si	14.991	47.905	23.011
Si	12.149	50.621	23.335
Si	14.97	53.177	23.228
Si	12.438	55.973	23.075
Si	15.138	58.709	23.278
Si	12.27	61.322	23.206
Si	14.914	64.122	23.102
Si	16.219	2.54	24.471
Si	2.316	65.464	24.715
Si	0.078	8.01	24.943
Si	2.722	5.26	24.489
Si	16.004	13.287	24.757
Si	2.584	10.863	25.007
Si	16.231	19.066	24.783
Si	2.856	16.327	25.19
Si	0.04	24.506	24.664
Si	2.784	22.24	24.416
Si	16.104	30.152	24.608
Si	2.598	27.277	24.465
Si	0.037	35.416	24.772
Si	2.858	32.826	24.798
Si	16.34	41.437	24.607
Si	2.663	38.163	24.649
Si	16.313	46.556	24.371
Si	2.915	43.714	24.903
Si	16.316	51.834	24.65
Si	2.705	49.068	24.788
Si	0.192	57.456	24.829
Si	2.798	54.51	24.438
Si	16.271	62.836	24.496
Si	2.773	60.139	24.362
Si	5.384	2.658	24.772
Si	8.321	65.567	24.722
Si	5.522	8.068	24.714
Si	8.075	5.387	24.324
Si	5.678	13.559	25.058
Si	8.375	10.72	24.694
Si	5.462	19.225	24.82
Si	8.276	16.546	24.707
Si	5.478	24.95	24.601
Si	8.104	21.998	24.46
Si	5.767	30.268	24.801
Si	8.249	27.446	24.452
Si	5.621	35.425	24.625
Si	8.521	33.052	24.368
Si	5.284	40.886	24.534
Si	8.26	38.53	24.373
Si	5.573	46.307	24.954
Si	8.167	43.493	24.458
Si	5.318	51.942	24.444
Si	8.036	49.219	24.956
Si	5.277	57.236	24.734
Si	8.111	54.785	24.541
Si	5.564	62.721	24.666
Si	8.063	59.895	24.224
Si	11.171	2.928	24.635
Si	13.66	65.597	24.446
Si	10.909	7.939	24.229
Si	13.669	5.414	24.667
Si	11.112	13.552	24.644
Si	13.439	10.53	24.777
Si	10.876	19.328	24.894
Si	13.471	16.427	24.951
Si	10.956	24.667	24.528
Si	13.604	21.904	24.71
Si	10.509	29.723	24.354
Si	13.554	27.218	24.543
Si	10.928	35.763	24.228
Si	13.744	32.91	24.462
Si	11.09	41.136	24.18
Si	13.616	38.33	24.487
Si	10.652	46.412	24.577
Si	13.636	43.814	24.369
Si	10.711	51.986	24.829
Si	13.699	49.236	24.438
Si	11.059	57.337	24.332
Si	13.654	54.564	24.557
Si	10.818	62.393	24.714
Si	13.669	60.038	24.622
Si	1.199	3.919	25.69
Si	2.931	1.444	26.339
Si	0.949	9.839	26.419
Si	4.138	6.52	25.827
Si	2.648	14.984	27.344
Si	3.68	12.005	26.8
Si	1.277	20.384	25.999
Si	3.668	18.336	26.156
Si	1.915	25.436	25.77
Si	3.743	23.876	25.776
Si	0.388	31.698	26.297
Si	4.618	28.896	26.355
Si	1.666	36.497	26.152
Si	4.113	34.358	26.111
Si	1.191	42.748	26.267
Si	4.023	39.444	26.006
Si	0.962	47.885	25.998
Si	4.687	44.608	26.456
Si	1.573	53.049	25.778
Si	3.789	50.885	25.928
Si	1.382	59.161	25.971
Si	4.205	55.401	26.106
Si	0.349	64.677	25.904
Si	4.676	60.764	25.547
Si	7.173	3.815	25.82
Si	9.579	1.711	25.792
Si	7.34	9.007	25.998
Si	9.433	6.76	25.542
Si	7.5	14.799	26.108
Si	9.614	12.381	25.959
Si	6.973	20.608	25.959
Si	9.142	18.338	26.171
Si	6.679	26.515	25.994
Si	9.548	23.291	25.72
Si	7.601	31.586	25.888
Si	10.411	30.688	26.441
Si	7.39	37.309	26.132
Si	10.146	34.222	25.759
Si	6.655	42.186	25.877
Si	10.132	39.464	25.431
Si	6.887	47.622	26.47
Si	10.004	44.368	25.586
Si	6.603	53.407	25.718
Si	8.836	51.172	26.242
Si	6.357	59.122	25.633
Si	9.84	55.946	25.734
Si	7.466	64.462	26.597
Si	9.505	60.662	25.818
Si	11.852	4.873	26.178
Si	15.253	0.907	25.905
Si	12.068	8.901	25.959
Si	15.488	6.187	26.154
Si	12.073	14.989	26.267
Si	14.803	11.791	26.178
Si	11.858	21.137	26.165
Si	15.264	17.403	26.174
Si	12.646	25.534	25.991
Si	14.901	23.249	26.13
Si	11.734	32.712	26.525
Si	14.738	28.693	25.875
Si	11.629	37.622	25.461
Si	15.323	33.719	25.961
Si	11.835	42.931	25.508
Si	15.336	40.235	26.298
Si	12.666	47.82	25.946
Si	14.64	45.503	25.639
Si	11.992	53.687	25.924
Si	15.203	50.175	25.986
Si	12.53	58.413	25.894
Si	15.09	56.555	26.445
Si	12.647	64.449	26.174
Si	15.32	61.176	25.923
Si	13.253	6.672	28.047
Si	14.157	13.865	28.403
Si	0.341	14.972	27.138
Si	15.889	18.388	29.061
Si	6.542	17.458	33.141
Si	5.557	22.682	28.016
Si	0.281	26.963	27.736
Si	4.209	30.675	28.847
Si	3.041	33.176	30.33
Si	13.111	38.301	32.999
Si	5.257	42.906	31.401
Si	0.248	45.491	27.725
Si	12.719	45.647	30.149
Si	12.761	54.379	32.327
Si	1.939	54.823	28.187
Si	0.659	55.846	32.768
Si	5.236	55.222	34.52
Si	3.06	65.318	29.047
Si	3.387	59.935	28.164
Si	6.066	0.461	29.017
Si	6.879	3.383	28.784
Si	5.204	5.666	28.413
Si	3.149	10.444	32.052
Si	2.699	10.082	29.034
Si	2.743	18.742	29.202
Si	8.023	24.786	31.869
Si	4.684	15.192	32.76
Si	9.207	26.696	29.843
Si	7.609	25.05	27.585
Si	6.073	32.856	28.119
Si	5.656	29.692	31.117
Si	8.8	37.765	28.767
Si	4.87	38.32	27.796
Si	8.56	40.656	27.802
Si	3.341	48.096	30.587
Si	7.855	46.145	29.011
Si	5.131	49.536	28.428
Si	10.419	50.649	28.871
Si	13.224	53.681	28.747
Si	10.037	58.658	27.146
Si	13.974	1.614	28.898
Si	10.551	10.55	27.965
Si	10.887	12.741	31.845
Si	8.831	17.483	32.552
Si	10.246	10.623	34.042
Si	9.486	16.083	27.86
Si	14.036	22.984	31.11
Si	13.977	27.724	33.147
Si	16.153	21.227	28.428
Si	12.533	29.462	28.12
Si	7.352	32.172	30.692
Si	13.085	33.993	28.045
Si	11.053	36.108	28.023
Si	14.959	38.514	30.72
Si	12.288	49.656	37.529
Si	15.544	45.483	30.564
Si	9.32	43.528	28.621
Si	14.508	52.243	31.079
Si	15.501	56.02	28.745
Si	11.39	48.653	32.829
Si	7.919	60.047	28.027
Si	15.056	63.359	27.913
Si	3.005	0.1	36.028
Si	7.228	0.352	31.982
Si	0.655	6.449	30.12
Si	0.86	13.645	34.372
Si	16.078	17.969	31.93
Si	5.169	17.965	30.394
Si	13.796	13.631	31.623
Si	2.235	17.313	36.232
Si	0.148	26.723	32.317
Si	2.234	24.975	33.413
Si	0.401	29.724	28.939
Si	12.924	31.936	30.11
Si	1.498	40.229	27.595
Si	14.405	41.005	29.247
Si	5.455	40.072	30.389
Si	0.274	48.011	31.426
Si	4.881	48.413	36.005
Si	13.949	49.311	31.133
Si	3.485	53.343	30.584
Si	1.018	57.194	36.955
Si	4.619	58.755	30.616
Si	12.543	61.705	32.865
Si	3.477	62.351	29.834
Si	6.791	7.473	30.096
Si	8.313	5.948	32.102
Si	2.822	7.246	28.408
Si	7.561	10.141	28.82
Si	9.17	14.991	30.633
Si	6.733	13.006	30.036
Si	1.707	20.115	37.662
Si	5.146	24.549	33.058
Si	14.942	25.567	29.877
Si	8.81	32.911	33.343
Si	5.012	36.601	32.279
Si	10.194	38.877	32.743
Si	3.066	40.979	31.93
Si	4.879	45.551	29.569
Si	6.524	42.879	34.239
Si	13.124	49.789	28.138
Si	10.294	47.713	30.271
Si	7.031	52.25	38.628
Si	5.432	55.748	31.458
Si	6.342	61.239	30.537
Si	3.537	57.806	35.241
Si	8.444	63.33	31.298
Si	11.076	0.81	28.1
Si	14.876	4.164	30.637
Si	11.64	10.278	30.531
Si	14.185	10.86	32.48
Si	11.28	17.735	34.48
Si	1.789	21.896	33.748
Si	11.811	21.479	29.232
Si	16.076	21.516	35.959
Si	10.282	23.53	33.303
Si	12.865	25.027	33.33
Si	12.751	29.328	35.664
Si	1.338	31.063	31.421
Si	9.409	30.045	33.176
Si	16.342	40.987	31.579
Si	12.064	41.122	32.8
Si	12.199	43.072	28.674
Si	11.318	44.812	36.773
Si	13.467	46.946	37.164
Si	14.363	56.77	31.546
Si	10.696	53.481	30.336
Si	11.166	58.817	35.833
Si	13.335	58.791	33.731
Si	9.588	63.989	28.72
Si	15.118	63.274	33.202
Si	2.642	63.192	32.726
Si	0.558	2.861	32.636
Si	13.199	6.576	31.217
Si	2.574	2.947	37.071
Si	14.646	14.122	35.605
Si	2.181	10.984	34.815
Si	16.392	21.182	31.435
Si	13.922	16.264	33.472
Si	2.292	26.249	36.216
Si	4.656	20.671	30.149
Si	1.923	29.02	33.368
Si	1.853	16.327	33.336
Si	3.361	36.243	29.674
Si	16.092	33.064	36.218
Si	2.495	41.279	36.908
Si	14.781	38.127	35.62
Si	13.672	43.761	32.149
Si	16.316	46.724	36.226
Si	12.896	52.031	35.577
Si	0.798	52.976	31.846
Si	4.342	65.534	33.214
Si	0.763	61.036	33.613
Si	1.866	0.253	31.749
Si	5.317	8.306	32.514
Si	7.931	3.153	31.559
Si	5.326	12.403	32.853
Si	5.188	18.008	36.028
Si	5.315	26.068	35.687
Si	10.296	20.021	31.212
Si	9.072	37.954	35.377
Si	8.286	29.482	30.332
Si	0.955	37.721	29.07
Si	2.9	32.777	35.499
Si	5.964	43.98	36.952
Si	8.031	35.231	35.483
Si	3.831	49.563	33.425
Si	5.281	40.615	35.692
Si	6.168	51.596	30.392
Si	7.41	52.135	33.037
Si	4.749	52.159	34.517
Si	10.313	61.588	34.909
Si	10.657	8.043	32.341
Si	11.441	63.088	30.613
Si	7.181	8.809	39.052
Si	5.683	4.658	32.773
Si	7.087	10.114	34.194
Si	12.891	11.446	35.407
Si	11.498	20.839	33.895
Si	9.601	22.679	30.614
Si	13.658	24.78	36.259
Si	4.714	21.435	33.244
Si	7.508	29.318	37.604
Si	12.157	26.604	28.947
Si	14.474	32.47	38.577
Si	14.954	30.087	31.244
Si	7.272	39.384	37.661
Si	1.442	38.518	35.785
Si	14.089	41.088	36.601
Si	13.365	54.878	35.298
Si	12.447	56.857	37.516
Si	0.073	54.685	35.487
Si	14.182	64.538	30.54
Si	10.785	63.395	37.282
Si	15.657	0.541	38.029
Si	5.611	0.394	37.757
Si	1.147	6.661	34.31
Si	2.625	5.002	32.12
Si	0.861	14.719	37.135
Si	5.731	20.806	36.053
Si	4.083	11.896	36.975
Si	15.742	28.474	38.507
Si	1.461	30.603	38.537
Si	5.295	30.887	36.078
Si	7.022	26.234	38.226
Si	15.612	35.911	37.618
Si	1.397	44.014	35.856
Si	7.472	37.858	31.335
Si	16.002	51.895	34.705
Si	3.671	45.821	36.833
Si	1.217	48.874	38.046
Si	3.415	50.759	37.126
Si	15.587	59.529	35.872
Si	2.311	58.57	32.579
Si	0.192	64.252	35.916
Si	5.032	4.517	35.79
Si	6.409	3.506	38.094
Si	3.845	7.39	35.207
Si	5.569	9.316	36.736
Si	4.781	15.212	29.655
Si	5.597	13.765	38.619
Si	3.929	22.299	38.008
Si	7.693	18.76	37.303
Si	0.878	28.996	36.206
Si	5.537	33.667	35.59
Si	9.894	28.8	35.667
Si	3.69	38.855	33.986
Si	11.504	32.102	32.634
Si	7.611	47.774	37.274
Si	4.221	33.748	33.087
Si	0.815	49.052	34.289
Si	8.827	43.552	36.017
Si	6.919	54.623	37.066
Si	10.266	51.106	33.931
Si	7.67	61.383	35.969
Si	8.377	58.795	37.088
Si	7.83	64.039	37.518
Si	15.287	3.559	38.016
Si	15.73	8.181	32.177
Si	12.381	9.889	38.028
Si	0.142	4.147	35.532
Si	10.551	17.701	37.339
Si	1.647	10.376	37.789
Si	12.357	20.185	38.161
Si	13.663	21.678	35.764
Si	11.735	27.095	37.221
Si	0.047	24.262	37.264
Si	11.966	33.617	37.377
Si	4.952	28.713	33.99
Si	10.299	36.224	37.261
Si	13.436	32.208	35.044
Si	11.463	42.256	35.688
Si	1.302	36.677	38.283
Si	10.073	48.733	35.576
Si	15.538	42.739	34.18
Si	9.799	55.304	38.267
Si	7.699	54.016	30.778
Si	5.657	59.55	36.755
Si	12.528	65.337	38.461
Si	15.413	61.865	37.774
O	0.308	3.167	34.225
O	15.951	64.454	0.334
O	7.261	7.786	0.145
O	2.754	2.935	38.689
O	16.129	4.726	38.818
O	16.054	2.125	38.163
O	3.839	6.825	39.409
O	1.395	3.926	36.547
O	0.285	10.902	38.579
O	2.139	8.96	38.529
O	0.723	15.618	39.924
O	5.01	12.564	39.599
O	13.825	19.664	38.662
O	15.403	17.751	39.695
O	1.984	18.84	36.691
O	1.928	19.617	39.21
O	0.211	23.454	38.686
O	5.873	17.97	34.539
O	1.844	25.691	39.845
O	5.4	24.834	34.635
O	0.858	29.254	34.594
O	16.287	27.022	38.967
O	2.945	30.154	38.984
O	7.518	27.776	38.12
O	15.344	33.219	39.733
O	1.233	32.085	39.173
O	2.42	35.532	38.724
O	1.062	37.653	39.557
O	15.447	39.451	39.501
O	1.156	42.718	39.637
O	2.69	40.923	38.49
O	0.403	45.182	36.396
O	0.579	43.473	34.515
O	3.004	45.924	38.334
O	2.115	48.307	39.299
O	11.074	48.13	34.376
O	3.073	51.722	38.413
O	2.07	49.795	36.988
O	0.014	49.798	38.595
O	0.218	53.048	35.741
O	1.078	53.551	39.357
O	1.883	57.185	38.344
O	1.348	59.208	39.778
O	0.039	61.201	38.837
O	14.839	60.66	36.811
O	1.962	64.181	39.331
O	3.788	61.979	39.476
O	5.501	65.468	39.274
O	2.036	62.089	33.78
O	7.898	3.248	38.726
O	6.414	4.281	36.644
O	3.913	3.498	36.346
O	5.558	4.53	39.07
O	8.611	8.739	38.293
O	6.058	8.361	37.953
O	6.789	10.329	39.526
O	4.865	13.79	33.578
O	7.251	13.637	38.783
O	1.537	14.055	35.797
O	5.252	15.333	38.987
O	2.837	11.492	37.97
O	6.769	20.592	39.947
O	8.138	18.805	38.865
O	4.568	21.664	39.339
O	3.407	23.766	38.615
O	8.138	25.151	38.759
O	9.692	23.117	39.599
O	4.312	28.345	39.9
O	5.831	26.243	39.333
O	8.166	30.191	38.798
O	10.408	33.188	33.158
O	4.356	33.823	39.728
O	5.992	29.864	37.177
O	7.262	36.343	39.71
O	9.243	34.321	39.716
O	6.299	40.481	36.944
O	6.274	38.391	38.51
O	7.021	42.125	39.745
O	8.346	40.137	38.647
O	5.292	43.244	38.255
O	14.347	51.817	34.799
O	7.811	46.418	38.169
O	5.244	45.438	37.026
O	7.316	48.955	38.382
O	5.901	51.096	38.946
O	8.572	47.53	0.304
O	8.551	51.667	38.752
O	5.88	55.248	38.203
O	6.864	58.43	36.547
O	11.073	62.09	38.257
O	8.379	58.15	38.566
O	5.444	60.102	38.298
O	7.311	63.472	38.942
O	6.992	65.384	37.112
O	9.148	61.839	39.932
O	11.285	0.759	38.738
O	0.267	7.685	33.412
O	13.818	3.315	38.674
O	11.914	4.629	39.623
O	10.217	6.731	39.257
O	14.886	6.954	39.534
O	13.497	9.039	38.861
O	11.777	11.162	38.862
O	9.48	12.339	39.556
O	14.706	12.705	39.568
O	12.501	14.814	39.558
O	9.078	18.12	36.692
O	10.589	16.552	38.526
O	12.725	20.746	36.693
O	13.078	18.501	0.656
O	11.705	21.313	39.151
O	12.699	25.646	39.986
O	14.41	23.432	39.886
O	11.125	27.218	38.722
O	10.434	27.362	36.229
O	14.323	28.707	39.256
O	13.598	31.205	39.136
O	12.872	32.207	33.516
O	10.927	32.846	38.388
O	14.738	35.717	38.975
O	12.532	36.841	39.805
O	8.23	36.681	34.734
O	10.226	37.102	38.65
O	14.55	41.454	38.124
O	12.969	40.333	39.996
O	13.688	46.466	38.682
O	9.899	42.302	36.239
O	15.472	44.837	39.605
O	11.973	49.671	39.114
O	7.42	53.624	32.353
O	9.673	45.283	39.723
O	12.683	52.935	39.767
O	13.12	56.193	36.185
O	10.569	53.95	38.73
O	8.483	55.08	37.321
O	14.401	58.09	39.925
O	15.15	55.457	39.308
O	10.504	62.952	35.747
O	10.568	59.681	39.869
O	12.552	64.327	39.758
O	14.195	62.503	38.668
O	0.166	4.944	26.542
O	2.016	2.81	26.67
O	2.774	0.47	27.653
O	15.96	10.697	26.547
O	1.411	9.854	28.038
O	5.086	5.503	26.776
O	3.088	7.404	26.799
O	0.471	13.702	26.11
O	15.579	14.673	28.248
O	3.693	11.115	28.212
O	3.511	15.459	28.664
O	2.716	19.645	25.769
O	3.515	17.868	30.378
O	5.715	18.146	31.912
O	3.481	18.297	27.806
O	1.554	26.093	27.248
O	4.209	23.155	27.222
O	5.588	19.38	29.662
O	1.431	21.889	25.378
O	0.28	30.754	27.679
O	1.991	32.021	26.03
O	3.317	28.271	25.59
O	3.842	29.642	27.642
O	0.362	39.474	26.671
O	1.027	36.959	27.621
O	4.901	33.845	27.519
O	2.827	35.351	26.466
O	1.127	41.83	27.686
O	0.846	44.244	26.872
O	5.391	39.435	28.897
O	6.175	37.615	27.149
O	1.702	48.159	30.64
O	16.348	49.094	26.531
O	1.116	46.844	27.327
O	4.399	45.216	28.021
O	0.734	55.712	28.886
O	1.095	53.95	27.084
O	4.535	50.603	27.369
O	2.575	51.898	26.429
O	2.274	59.012	27.392
O	4.25	56.346	35.156
O	5.481	54.372	26.602
O	3.14	55.673	27.39
O	4.07	63.895	33.167
O	6.909	0.373	30.397
O	4.219	60.898	27.143
O	6.48	63.325	25.947
O	5.67	4.371	29.278
O	7.43	4.11	27.444
O	9.966	1.794	27.419
O	8.272	2.648	25.517
O	6.857	9.738	27.407
O	3.354	8.586	29.171
O	12.549	5.218	27.687
O	8.451	7.796	26.434
O	6.28	12.657	31.559
O	8.03	13.963	30.138
O	10.597	15.535	26.785
O	5.165	12.415	26.215
O	6.33	21.508	27.177
O	10.503	22.52	29.25
O	9.502	18.66	31.596
O	9.53	17.711	27.66
O	5.683	27.69	26.745
O	8.247	26.014	28.733
O	8.833	24.162	26.931
O	10.605	22.198	26.365
O	7.176	32.782	26.945
O	5.63	31.288	28.326
O	9.439	28.539	24.904
O	11.093	29.502	27.358
O	7.016	35.849	25.499
O	8.636	37.32	27.204
O	12.814	31.922	25.472
O	6.734	33.237	29.591
O	5.807	43.371	26.729
O	7.252	40.927	26.832
O	14.262	39.1	25.837
O	9.844	40.304	26.86
O	7.841	46.613	27.426
O	5.896	48.396	27.55
O	11.045	47.615	25.726
O	9.635	44.261	27.208
O	10.417	51.913	29.929
O	7.647	52.35	26.525
O	11.769	50.678	27.948
O	9.194	50.737	27.804
O	6.889	59.038	27.223
O	9.493	57.092	26.91
O	10.85	54.812	26.44
O	6.584	65.079	27.841
O	11.894	63.044	25.846
O	8.432	61.252	27.022
O	8.94	63.983	27.223
O	10.42	5.724	26.406
O	12.631	7.869	27.11
O	14.656	1.441	27.423
O	4.467	1.893	25.972
O	14.295	12.412	27.643
O	10.357	12.091	27.445
O	14.831	6.606	27.618
O	12.385	13.147	32.303
O	7.942	15.563	27.55
O	12.931	14.634	27.638
O	10.798	9.738	26.583
O	13.792	13.768	29.995
O	12.993	22.215	30.108
O	12.377	21.072	27.76
O	15.217	17.574	27.83
O	15.259	19.897	28.83
O	13.743	24.392	26.559
O	12.041	26.233	27.361
O	15.419	22.377	27.503
O	1.024	20.654	27.585
O	8.765	30.726	26.723
O	13.631	33.166	29.348
O	15.826	27.636	26.528
O	13.785	29.389	27.061
O	11.884	37.081	27.004
O	12.244	35.227	28.731
O	14.459	34.41	27.236
O	12.18	42.641	27.115
O	10.727	43.192	29.385
O	15.827	41.703	32.95
O	14.796	40.959	27.668
O	11.516	46.701	29.835
O	12.927	48.305	27.479
O	13.183	46.279	25.762
O	15.094	45.564	27.23
O	12.77	51.055	36.865
O	14.476	54.712	28.863
O	14.369	50.541	27.388
O	13.652	52.402	29.694
O	13.709	57.445	26.498
O	11.68	58.711	27.305
O	0.251	52.345	33.259
O	14.747	55.108	25.716
O	13.85	64.243	27.26
O	11.595	65.498	26.859
O	0.104	60.128	26.408
O	14.866	61.824	27.386
O	15.913	5.288	30.029
O	13.105	7.054	29.644
O	0.006	16.21	26.093
O	12.994	10.313	31.459
O	1.143	18.422	29.137
O	4.325	14.907	31.191
O	15.442	17.636	30.447
O	1.213	14.808	33.281
O	2.088	23.48	34.031
O	3.474	16.172	33.244
O	0.98	25.32	32.428
O	4.991	22.97	32.846
O	10.756	26.222	29.681
O	15.713	25.903	28.498
O	5.434	28.779	32.439
O	0.847	28.204	28.616
O	3.941	37.064	28.372
O	3.373	32.055	29.192
O	15.621	41.546	30.216
O	13.943	37.708	31.71
O	5.028	44.182	30.441
O	1.541	41.201	31.449
O	0.186	45.231	29.333
O	12.585	44.913	31.651
O	16.365	46.408	31.655
O	3.904	48.797	31.98
O	14.01	53.327	32.199
O	13.194	49.509	29.731
O	12.946	48.536	32.23
O	2.728	53.834	29.227
O	0.865	54.603	31.748
O	16.106	52.434	30.75
O	4.403	58.969	29.008
O	1.654	57.086	32.429
O	13.221	60.31	33.216
O	0.12	63.976	27.455
O	2.744	61.053	29.173
O	3.118	63.682	28.952
O	6.221	1.955	28.407
O	4.553	0.159	29.503
O	8.029	3.171	29.922
O	10.655	9.052	31.03
O	6.213	6.926	28.678
O	3.71	5.993	28.943
O	5.645	7.356	31.243
O	2.346	10.539	30.602
O	2.922	13.398	27.124
O	0.118	7.848	30.789
O	4.695	19.551	36.286
O	5.609	13.871	29.198
O	3.844	17.676	39.603
O	8.658	16.201	31.564
O	4.771	20.718	31.781
O	6.433	25.045	32.173
O	13.342	25.815	29.721
O	8.668	26.198	31.321
O	6.51	23.994	28.207
O	9.21	28.336	29.638
O	10.048	35.02	27.268
O	4.292	29.819	30.246
O	6.752	28.943	30.159
O	10.257	37.076	29.109
O	7.717	37.188	29.857
O	3.903	40.013	30.916
O	1.428	39.312	28.961
O	8.977	38.244	31.863
O	5.903	41.654	30.534
O	3.689	47.294	36.119
O	3.843	46.545	30.382
O	8.334	44.607	29.348
O	6.336	46.295	29.579
O	3.898	48.927	29.304
O	6.18	50.284	29.437
O	11.75	54.188	29.305
O	11.384	53.643	31.826
O	10.361	49.229	29.681
O	7.173	52.775	29.844
O	6.495	55.05	35.549
O	9.239	59.172	28.502
O	12.324	1.591	28.799
O	10.226	65.456	29.123
O	9.177	10.097	28.688
O	11.837	10.142	28.914
O	13.652	10.939	34.034
O	10.936	11.766	30.547
O	7.053	11.615	29.272
O	10.171	14.14	31.572
O	8.671	10.415	34.392
O	14.074	15.099	32.304
O	8.363	13.396	26.269
O	8.088	19.558	26.616
O	14.957	21.85	31.84
O	13.352	23.885	32.284
O	10.649	23.243	31.738
O	11.411	20.452	32.322
O	12.982	26.517	32.64
O	0.304	21.665	29.896
O	12.511	28.183	29.112
O	15.456	27.081	33.496
O	8.06	33.055	31.881
O	8.627	31.343	33.838
O	10.907	30.572	32.761
O	1.847	37.577	37.036
O	10.752	40.326	32.149
O	8.564	39.398	28.864
O	11.52	37.891	32.856
O	13.101	41.944	29.411
O	14.201	46.341	30.138
O	8.618	42.068	28.6
O	9.766	44.899	36.189
O	12.842	42.335	32.022
O	15.377	48.649	30.684
O	12.814	44.553	28.938
O	13.16	55.663	31.406
O	12.929	53.232	27.215
O	15.029	56.996	30.044
O	13.657	58.01	32.339
O	16.25	58.351	36.815
O	11.914	58.306	34.444
O	7.226	60.744	29.29
O	7.391	62.064	31.528
O	14.427	0.439	29.961
O	14.851	63.431	29.528
O	3.79	0.435	34.644
O	1.573	64.415	32.47
O	4.255	65.412	37.043
O	6.361	3.45	31.927
O	8.001	6.472	30.57
O	14.344	7.338	32.095
O	4.47	6.048	35.884
O	2.211	7.455	35.25
O	14.754	12.328	31.983
O	13.448	12.978	35.8
O	15.652	13.482	34.493
O	3.554	11.668	35.427
O	9.939	15.627	29.348
O	15.06	17.401	33.091
O	1.124	17.221	32.175
O	5.114	22.14	36.825
O	1.59	17.101	34.743
O	5.561	27.454	34.829
O	3.688	25.214	32.662
O	1.901	27.781	36.59
O	3.233	21.144	33.884
O	1.296	32.837	35.865
O	1.5	30.267	30.008
O	14.967	32.846	35.014
O	1.673	32.643	31.105
O	16.245	30.745	32.006
O	4.562	36.413	30.743
O	2.938	34.644	29.612
O	1.645	40.091	36.172
O	15.978	39.393	31.67
O	3.126	40.277	33.399
O	0.468	47.599	34.959
O	14.354	43.777	33.655
O	0.274	48.893	32.778
O	2.408	49.311	34.162
O	4.598	49.591	37.123
O	12.572	54.867	33.868
O	11.552	51.864	34.624
O	4.648	52.211	30.388
O	2.344	52.567	31.498
O	3.412	58.536	33.788
O	1.17	59.728	32.729
O	5.107	57.25	30.947
O	3.141	58.964	31.253
O	15.967	61.895	32.878
O	13.545	62.855	33.479
O	2.844	62.415	31.326
O	5.112	62.199	30.012
O	5.722	2.026	37.838
O	6.883	5.809	32.944
O	8.894	4.392	32.085
O	1.256	6.871	28.668
O	4.331	9.376	31.832
O	3.885	11.86	32.316
O	6.711	9.013	33.03
O	6.142	15.87	33.01
O	5.708	16.588	29.679
O	6.184	11.455	33.882
O	2.671	21.425	37.436
O	7.192	20.219	36.629
O	8.29	23.662	30.665
O	5.157	22.062	29.481
O	11.181	29.829	35.665
O	15.037	23.991	30.28
O	4.178	33.279	31.527
O	6.219	31.211	31.425
O	2.92	33.105	33.873
O	6.653	36.761	32.258
O	8.353	33.998	34.456
O	9.536	39.032	34.244
O	8.121	38.641	36.492
O	3.796	42.438	31.982
O	6.537	39.203	31.26
O	6.2	43.302	32.694
O	8.849	47.866	36.197
O	5.614	43.596	35.39
O	8.855	47.117	29.842
O	15.003	44.063	31.195
O	6.773	51.144	31.87
O	10.383	47.776	31.898
O	6.93	53.444	39.764
O	6.408	52.023	34.344
O	4.2	54.684	31.231
O	5.718	55.793	33.068
O	7.544	62.947	36.346
O	4.301	58.84	36.24
O	5.673	59.888	31.212
O	7.993	64.553	32.283
O	10.839	62.942	29.073
O	14.437	3.052	29.535
O	8.203	1.67	32.225
O	10.072	63.228	31.535
O	13.557	4.968	31.206
O	7.209	9.033	29.965
O	10.834	9.142	33.573
O	10.147	11.828	32.949
O	15.398	9.766	32.376
O	9.906	17.205	33.754
O	11.258	11.277	35.162
O	12.998	21.413	34.263
O	15.603	14.531	36.916
O	11.221	20.057	29.855
O	9.122	21.173	31.073
O	0.668	21.149	34.679
O	1.252	21.817	32.225
O	11.346	24.654	33.821
O	13.803	25.114	34.663
O	15.657	26.558	30.968
O	14.229	28.866	32.013
O	12.554	30.813	29.012
O	9.467	28.71	34.104
O	2.3	30.409	32.574
O	13.949	31.328	31.185
O	13.627	30.695	35.674
O	8.379	31.089	29.925
O	16.345	38.316	35.189
O	13.835	37.741	34.342
O	14.287	39.512	36.295
O	7.592	43.724	37.091
O	13.184	39.949	33.058
O	14.038	39.5	29.785
O	14.931	41.979	35.5
O	12.075	43.778	35.751
O	12.055	46.262	36.666
O	6.772	55.346	30.591
O	10.931	56.225	37.562
O	15.525	56.331	32.606
O	9.262	54.279	30.396
O	12.13	58.433	37.107
O	0.986	55.245	34.249
O	9.604	58.3	36.097
O	14.554	58.786	34.835
O	11.051	61.777	33.496
O	8.321	63.666	29.705
O	12.545	64.319	30.689
O	14.995	64.331	31.951
O	0.731	1.269	32.321
O	15.913	65.607	36.5
O	3.398	0.693	32.126
O	1.887	0.134	30.117
O	0.085	5.727	35.112
O	1.931	5.911	30.979
O	1.959	3.509	32.074
O	2.241	1.436	36.546
O	14.08	15.517	34.937
O	1.41	10.296	36.123
O	1.369	12.158	34.016
O	0.191	20.625	37.258
O	3.124	20.305	29.629
O	1.415	16.268	37.197
O	11.258	19.004	38.013
O	0.296	29.64	39.166
O	15.811	28.611	36.858
O	16.305	19.595	31.875
O	5.812	21.057	34.418
O	3.333	28.53	34.009
O	3.68	31.374	35.999
O	6.499	25.797	36.753
O	2.058	26.05	34.617
O	15.536	32.05	37.39
O	15.862	37.573	29.734
O	15.963	34.587	36.73
O	15.36	29.644	29.726
O	1.662	42.678	36.75
O	2.424	38.047	34.573
O	3.95	41.432	36.173
O	14.695	46.588	36.158
O	13.42	48.565	37.147
O	2.858	44.791	35.823
O	4.944	48.955	34.461
O	14.944	54.851	34.987
O	12.887	53.563	36.133
O	0.427	55.667	36.744
O	2.031	57.571	35.751
O	15.87	63.977	34.472
O	16.225	62.997	36.906
O	0.31	60.418	35.055
O	5.892	0.342	32.938
O	2.151	5.645	33.529
O	4.216	8.688	36.105
O	4.25	5.001	32.043
O	4.516	7.529	33.71
O	4.81	13.362	37.208
O	5.265	10.811	37.27
O	1.523	13.901	38.394
O	3.875	17.051	36.198
O	5.471	30.103	34.654
O	3.891	26.075	36.498
O	10.422	22.104	34.148
O	13.352	23.186	36.343
O	3.969	33.93	36.077
O	6.131	32.29	36.262
O	6.465	31.792	39.817
O	8.595	29.419	36.397
O	1.381	30.367	36.923
O	4.356	35.383	33.14
O	1.979	36.993	30.118
O	6.472	34.952	35.938
O	5.525	33.287	33.968
O	6.116	41.299	34.44
O	4.794	39.15	35.155
O	8.972	35.312	36.83
O	2.939	40.36	26.874
O	6.318	47.75	36.297
O	0.101	50.356	34.987
O	8.095	43.286	34.555
O	9.468	50.117	34.959
O	4.461	53.773	34.33
O	4.116	51.184	33.339
O	0.501	47.527	37.498
O	9.01	51.98	33.369
O	6.8	52.982	37.181
O	3.946	51.728	35.893
O	6.151	60.795	35.765
O	9.445	64.256	37.704
O	11.834	6.94	32.044
O	5.326	4.119	34.251
O	15.642	3.418	31.866
O	14.016	0.362	38.279
O	2.433	9.999	33.494
O	11.119	8.854	37.863
O	15.183	3.877	36.401
O	9.344	7.095	32.676
O	12.518	17.109	33.586
O	6.71	9.416	35.602
O	11.368	17.165	36.013
O	13.134	10.438	36.676
O	8.769	24.205	33.241
O	6.431	17.712	37.068
O	0.013	23.106	36.125
O	11.226	19.386	34.614
O	12.435	25.66	36.897
O	1.346	25.206	37.017
O	15.054	25.113	37.056
O	13.23	28.446	34.384
O	11.549	35.187	37.228
O	12.834	28.299	36.937
O	1.243	27.958	32.312
O	10.438	37.351	36.063
O	11.685	32.439	31.041
O	8.606	29.464	31.915
O	13.431	33.581	38.068
O	12.459	41.304	36.541
O	4.384	37.972	32.845
O	12.242	32.958	35.903
O	14.711	36.915	36.681
O	11.458	41.759	34.155
O	11.398	44.108	38.262
O	10.945	50.225	32.728
O	14.243	50.787	31.757
O	9.364	55.997	39.69
O	8.383	60.454	37.145
O	14.662	50.99	39.839
O	12.288	61.828	31.238
O	12.08	64.387	37.2
O	8.704	61.281	34.681
O	11.076	60.429	35.748
O	1.84	64.539	35.823
O	10.913	49.139	36.877
Si	16.272	0.12	5.469
Si	2.619	2.867	5.459
Si	16.327	5.571	5.475
Si	2.628	8.308	5.484
Si	16.339	10.976	5.533
Si	2.667	13.642	5.569
Si	16.292	16.436	5.608
Si	2.7	19.08	5.665
Si	16.36	21.823	5.69
Si	2.823	24.46	5.657
Si	0.035	27.222	5.66
Si	2.807	29.969	5.608
Si	0.034	32.743	5.501
Si	2.784	35.548	5.482
Si	0.095	38.284	5.376
Si	2.823	41.037	5.324
Si	0.096	43.811	5.311
Si	2.856	46.543	5.261
Si	0.161	49.236	5.347
Si	2.864	52.002	5.296
Si	0.071	54.772	5.358
Si	2.745	57.478	5.32
Si	16.367	60.186	5.396
Si	2.688	62.938	5.454
Si	5.394	0.118	5.463
Si	8.111	2.898	5.512
Si	5.323	5.619	5.502
Si	8.111	8.252	5.491
Si	5.384	10.971	5.454
Si	8.107	13.64	5.507
Si	5.458	16.324	5.622
Si	8.158	19.058	5.589
Si	5.466	21.763	5.607
Si	8.205	24.552	5.61
Si	5.566	27.219	5.612
Si	8.291	29.985	5.574
Si	5.534	32.773	5.549
Si	8.283	35.511	5.498
Si	5.54	38.289	5.457
Si	8.266	41.037	5.338
Si	5.579	43.758	5.254
Si	8.291	46.427	5.298
Si	5.536	49.243	5.247
Si	8.161	52.046	5.378
Si	5.501	54.776	5.254
Si	8.22	57.482	5.249
Si	5.494	60.197	5.352
Si	8.176	62.964	5.401
Si	10.875	0.143	5.459
Si	13.616	2.849	5.467
Si	10.81	5.643	5.516
Si	13.635	8.301	5.539
Si	10.884	10.986	5.581
Si	13.572	13.659	5.62
Si	10.79	16.396	5.608
Si	13.588	19.091	5.631
Si	10.936	21.761	5.56
Si	13.67	24.525	5.576
Si	10.98	27.306	5.548
Si	13.7	30.026	5.517
Si	11.043	32.726	5.524
Si	13.782	35.509	5.45
Si	11.013	38.292	5.431
Si	13.726	41.028	5.395
Si	10.992	43.724	5.295
Si	13.791	46.428	5.35
Si	11.025	49.174	5.443
Si	13.781	51.965	5.417
Si	10.93	54.8	5.385
Si	13.655	57.516	5.39
Si	10.883	60.23	5.254
Si	13.581	62.969	5.362
Si	1.278	1.463	6.823
Si	3.998	4.202	6.853
Si	1.299	6.91	6.86
Si	4.032	9.62	6.864
Si	1.297	12.302	6.934
Si	4.051	14.979	6.953
Si	1.304	17.731	6.997
Si	4.092	20.433	7
Si	1.38	23.162	7.01
Si	4.171	25.874	6.978
Si	1.409	28.627	6.964
Si	4.165	31.396	6.911
Si	1.406	34.156	6.832
Si	4.164	36.924	6.819
Si	1.446	39.686	6.727
Si	4.2	42.416	6.67
Si	1.473	45.181	6.66
Si	4.186	47.894	6.666
Si	1.487	50.644	6.696
Si	4.18	53.39	6.676
Si	1.415	56.121	6.736
Si	4.113	58.829	6.707
Si	1.319	61.553	6.781
Si	4.052	64.315	6.809
Si	6.764	1.472	6.838
Si	9.494	4.226	6.882
Si	6.741	6.915	6.879
Si	9.487	9.599	6.888
Si	6.742	12.293	6.892
Si	9.455	14.986	6.94
Si	6.801	17.71	6.977
Si	9.552	20.421	6.943
Si	6.83	23.164	6.953
Si	9.604	25.929	6.928
Si	6.906	28.636	6.943
Si	9.652	31.387	6.898
Si	6.907	34.162	6.872
Si	9.645	36.926	6.811
Si	6.917	39.686	6.76
Si	9.625	42.4	6.711
Si	6.914	45.098	6.679
Si	9.611	47.805	6.724
Si	6.842	50.605	6.695
Si	9.566	53.393	6.724
Si	6.863	56.117	6.657
Si	9.55	58.852	6.666
Si	6.822	61.57	6.75
Si	9.528	64.327	6.789
Si	12.255	1.473	6.836
Si	14.972	4.2	6.855
Si	12.24	6.935	6.887
Si	14.992	9.626	6.928
Si	12.23	12.305	6.988
Si	14.948	15.036	6.96
Si	12.209	17.72	6.974
Si	14.974	20.441	7.003
Si	12.286	23.157	6.933
Si	15.037	25.869	6.976
Si	12.342	28.671	6.912
Si	15.065	31.398	6.885
Si	12.397	34.156	6.836
Si	15.141	36.915	6.782
Si	12.377	39.665	6.782
Si	15.12	42.43	6.699
Si	12.368	45.087	6.691
Si	15.152	47.851	6.689
Si	12.384	50.593	6.753
Si	15.128	53.376	6.737
Si	12.304	56.136	6.75
Si	15.021	58.836	6.777
Si	12.227	61.57	6.712
Si	14.943	64.299	6.791
Si	16.334	2.816	8.215
Si	2.665	0.068	8.163
Si	16.347	8.239	8.273
Si	2.655	5.548	8.244
Si	16.34	13.67	8.307
Si	2.678	10.943	8.285
Si	16.349	19.086	8.365
Si	2.691	16.352	8.325
Si	0.007	24.532	8.351
Si	2.728	21.79	8.367
Si	0.023	30.03	8.264
Si	2.78	27.258	8.311
Si	0.058	35.545	8.184
Si	2.77	32.792	8.216
Si	0.065	41.053	8.083
Si	2.784	38.317	8.133
Si	0.094	46.498	8.071
Si	2.814	43.783	8.036
Si	0.087	51.982	8.077
Si	2.815	49.245	8.06
Si	0.01	57.455	8.109
Si	2.785	54.72	8.068
Si	16.344	62.928	8.134
Si	2.727	60.176	8.102
Si	5.382	2.819	8.204
Si	8.151	0.072	8.164
Si	5.39	8.267	8.259
Si	8.111	5.55	8.253
Si	5.412	13.63	8.318
Si	8.123	10.949	8.272
Si	5.449	19.068	8.354
Si	8.144	16.348	8.348
Si	5.497	24.514	8.355
Si	8.196	21.797	8.314
Si	5.526	30.026	8.274
Si	8.249	27.277	8.316
Si	5.521	35.551	8.192
Si	8.27	32.783	8.227
Si	5.53	41.057	8.094
Si	8.261	38.308	8.145
Si	5.538	46.495	8.031
Si	8.261	43.757	8.089
Si	5.497	51.989	8.065
Si	8.231	49.221	8.047
Si	5.484	57.45	8.062
Si	8.197	54.751	8.077
Si	5.443	62.925	8.132
Si	8.192	60.184	8.089
Si	10.878	2.825	8.208
Si	13.603	0.06	8.179
Si	10.866	8.262	8.275
Si	13.598	5.539	8.239
Si	10.848	13.661	8.327
Si	13.619	10.952	8.323
Si	10.883	19.082	8.356
Si	13.585	16.37	8.345
Si	10.938	24.54	8.299
Si	13.628	21.818	8.35
Si	10.987	30.031	8.284
Si	13.678	27.281	8.291
Si	11.008	35.546	8.172
Si	13.721	32.792	8.235
Si	10.985	41.041	8.108
Si	13.749	38.288	8.133
Si	11.001	46.458	8.076
Si	13.735	43.757	8.086
Si	10.96	51.984	8.054
Si	13.763	49.209	8.072
Si	10.909	57.496	8.082
Si	13.694	54.728	8.074
Si	10.89	62.926	8.13
Si	13.62	60.212	8.098
Si	1.304	4.157	9.599
Si	4.034	1.416	9.551
Si	1.315	9.582	9.656
Si	4.038	6.884	9.623
Si	1.317	15.004	9.692
Si	4.041	12.281	9.682
Si	1.339	20.436	9.717
Si	4.062	17.709	9.701
Si	1.389	25.913	9.677
Si	4.103	23.164	9.708
Si	1.4	31.426	9.588
Si	4.143	28.663	9.636
Si	1.424	36.943	9.513
Si	4.144	34.182	9.552
Si	1.437	42.429	9.433
Si	4.161	39.693	9.475
Si	1.436	47.883	9.435
Si	4.162	45.148	9.423
Si	1.425	53.353	9.452
Si	4.145	50.617	9.445
Si	1.371	58.809	9.483
Si	4.133	56.08	9.451
Si	1.314	64.281	9.515
Si	4.082	61.539	9.486
Si	6.759	4.153	9.595
Si	9.518	1.422	9.551
Si	6.767	9.592	9.653
Si	9.501	6.883	9.63
Si	6.773	14.987	9.702
Si	9.49	12.286	9.679
Si	6.824	20.442	9.698
Si	9.519	17.709	9.712
Si	6.867	25.912	9.676
Si	9.564	23.175	9.671
Si	6.891	31.427	9.6
Si	9.61	28.67	9.648
Si	6.892	36.942	9.522
Si	9.634	34.187	9.555
Si	6.89	42.412	9.47
Si	9.627	39.682	9.497
Si	6.874	47.862	9.43
Si	9.622	45.122	9.458
Si	6.855	53.352	9.442
Si	9.595	50.6	9.417
Si	6.833	58.806	9.458
Si	9.567	56.101	9.452
Si	6.798	64.285	9.518
Si	9.538	61.539	9.49
Si	12.245	4.158	9.602
Si	14.979	1.411	9.558
Si	12.24	9.59	9.671
Si	14.974	6.872	9.63
Si	12.227	15.002	9.706
Si	14.985	12.308	9.687
Si	12.264	20.445	9.709
Si	14.975	17.715	9.711
Si	12.308	25.915	9.658
Si	15.025	23.17	9.7
Si	12.35	31.432	9.608
Si	15.055	28.664	9.631
Si	12.372	36.935	9.518
Si	15.089	34.187	9.562
Si	12.359	42.407	9.468
Si	15.104	39.687	9.476
Si	12.363	47.852	9.427
Si	15.101	45.142	9.437
Si	12.324	53.345	9.432
Si	15.105	50.605	9.433
Si	12.279	58.829	9.473
Si	15.049	56.076	9.465
Si	12.25	64.276	9.527
Si	14.991	61.547	9.494
Si	16.356	0.026	10.903
Si	2.677	2.768	10.942
Si	16.344	5.499	10.988
Si	2.683	8.223	11.021
Si	16.357	10.938	11.04
Si	2.685	13.643	11.058
Si	16.356	16.359	11.07
Si	2.704	19.069	11.076
Si	16.381	21.805	11.073
Si	2.736	24.543	11.052
Si	0.012	27.3	11.007
Si	2.759	30.054	10.961
Si	0.036	32.812	10.933
Si	2.775	35.571	10.89
Si	0.047	38.316	10.861
Si	2.779	41.058	10.827
Si	0.054	43.777	10.814
Si	2.785	46.504	10.803
Si	0.051	49.233	10.81
Si	2.767	51.966	10.821
Si	0.022	54.695	10.816
Si	2.745	57.424	10.831
Si	16.38	60.166	10.842
Si	2.7	62.897	10.858
Si	5.417	0.029	10.892
Si	8.144	2.77	10.934
Si	5.405	5.506	10.98
Si	8.141	8.229	11.018
Si	5.414	10.933	11.051
Si	8.145	13.639	11.074
Si	5.421	16.352	11.077
Si	8.167	19.077	11.079
Si	5.459	21.798	11.071
Si	8.209	24.54	11.046
Si	5.491	27.293	11.013
Si	8.236	30.056	10.981
Si	5.506	32.814	10.926
Si	8.251	35.569	10.895
Si	5.511	38.32	10.861
Si	8.246	41.047	10.852
Si	5.51	43.783	10.817
Si	8.241	46.5	10.806
Si	5.502	49.231	10.802
Si	8.222	51.965	10.794
Si	5.483	54.698	10.825
Si	8.192	57.437	10.838
Si	5.455	60.157	10.84
Si	8.167	62.896	10.867
Si	10.884	0.028	10.901
Si	13.616	2.765	10.943
Si	10.874	5.504	10.984
Si	13.613	8.219	11.022
Si	10.873	10.939	11.049
Si	13.613	13.651	11.065
Si	10.883	16.36	11.088
Si	13.626	19.082	11.081
Si	10.907	21.815	11.065
Si	13.662	24.553	11.042
Si	10.953	27.294	11.017
Si	13.696	30.054	10.977
Si	10.977	32.817	10.942
Si	13.716	35.566	10.904
Si	10.989	38.31	10.869
Si	13.719	41.042	10.842
Si	10.984	43.767	10.837
Si	13.721	46.497	10.812
Si	10.972	49.227	10.781
Si	13.7	51.962	10.789
Si	10.939	54.706	10.801
Si	13.657	57.437	10.821
Si	10.907	60.169	10.857
Si	13.629	62.9	10.879
Si	1.321	1.375	12.29
Si	4.047	4.116	12.327
Si	1.316	6.846	12.369
Si	4.051	9.566	12.409
Si	1.321	12.284	12.425
Si	4.052	14.994	12.441
Si	1.331	17.71	12.442
Si	4.08	20.435	12.434
Si	1.361	23.177	12.416
Si	4.113	25.93	12.38
Si	1.387	28.691	12.335
Si	4.13	31.448	12.292
Si	1.405	34.206	12.262
Si	4.143	36.953	12.233
Si	1.413	39.695	12.21
Si	4.14	42.424	12.194
Si	1.408	45.151	12.183
Si	4.133	47.873	12.181
Si	1.398	50.599	12.19
Si	4.122	53.326	12.197
Si	1.38	56.05	12.199
Si	4.103	58.779	12.215
Si	1.345	61.517	12.225
Si	4.061	64.25	12.248
Si	6.783	1.379	12.28
Si	9.509	4.116	12.328
Si	6.778	6.848	12.37
Si	9.509	9.57	12.412
Si	6.778	12.282	12.439
Si	9.515	14.996	12.45
Si	6.793	17.715	12.444
Si	9.541	20.444	12.434
Si	6.83	23.178	12.413
Si	9.579	25.928	12.38
Si	6.858	28.69	12.342
Si	9.606	31.45	12.311
Si	6.875	34.205	12.266
Si	9.616	36.951	12.249
Si	6.875	39.687	12.224
Si	9.609	42.417	12.216
Si	6.871	45.148	12.188
Si	9.604	47.872	12.168
Si	6.859	50.599	12.174
Si	9.58	53.328	12.174
Si	6.84	56.054	12.208
Si	9.554	58.786	12.222
Si	6.811	61.512	12.23
Si	9.529	64.247	12.254
Si	12.253	1.375	12.288
Si	14.984	4.109	12.334
Si	12.244	6.845	12.375
Si	14.985	9.573	12.399
Si	12.247	12.288	12.43
Si	14.991	14.998	12.44
Si	12.262	17.717	12.449
Si	15.013	20.437	12.436
Si	12.293	23.181	12.407
Si	15.046	25.931	12.377
Si	12.325	28.687	12.345
Si	15.068	31.447	12.304
Si	12.347	34.204	12.28
Si	15.082	36.953	12.242
Si	12.349	39.688	12.229
Si	15.082	42.422	12.199
Si	12.345	45.147	12.194
Si	15.073	47.874	12.181
Si	12.327	50.595	12.162
Si	15.054	53.32	12.178
Si	12.3	56.056	12.189
Si	15.023	58.784	12.206
Si	12.274	61.516	12.239
Si	14.999	64.25	12.26
Si	16.361	2.726	13.678
Si	2.697	65.603	13.638
Si	16.362	8.205	13.751
Si	2.692	5.471	13.716
Si	16.365	13.641	13.807
Si	2.694	10.927	13.788
Si	16.374	19.072	13.812
Si	2.693	16.351	13.819
Si	16.396	24.559	13.757
Si	2.714	21.807	13.792
Si	0.019	30.078	13.675
Si	2.736	27.316	13.711
Si	0.033	35.578	13.613
Si	2.76	32.835	13.632
Si	0.036	41.055	13.574
Si	2.765	38.321	13.586
Si	0.028	46.507	13.559
Si	2.762	43.781	13.559
Si	0.01	51.949	13.557
Si	2.754	49.223	13.559
Si	16.396	57.403	13.562
Si	2.739	54.672	13.571
Si	16.378	62.869	13.609
Si	2.719	60.135	13.58
Si	5.42	2.731	13.67
Si	8.154	65.602	13.625
Si	5.423	8.198	13.764
Si	8.148	5.468	13.719
Si	5.42	13.643	13.815
Si	8.152	10.923	13.802
Si	5.429	19.072	13.817
Si	8.154	16.358	13.823
Si	5.458	24.555	13.758
Si	8.173	21.807	13.792
Si	5.479	30.077	13.669
Si	8.206	27.315	13.713
Si	5.497	35.584	13.61
Si	8.228	32.834	13.643
Si	5.494	41.055	13.575
Si	8.234	38.322	13.603
Si	5.49	46.505	13.553
Si	8.228	43.785	13.57
Si	5.48	51.944	13.559
Si	8.221	49.227	13.538
Si	5.463	57.401	13.587
Si	8.205	54.671	13.567
Si	5.435	62.868	13.6
Si	8.177	60.135	13.597
Si	10.885	2.729	13.668
Si	13.627	65.602	13.638
Si	10.885	8.2	13.766
Si	13.621	5.464	13.717
Si	10.891	13.643	13.818
Si	13.628	10.928	13.788
Si	10.898	19.08	13.811
Si	13.633	16.357	13.817
Si	10.927	24.557	13.753
Si	13.647	21.809	13.784
Si	10.958	30.076	13.685
Si	13.678	27.316	13.716
Si	10.974	35.582	13.626
Si	13.702	32.829	13.65
Si	10.97	41.055	13.592
Si	13.71	38.32	13.602
Si	10.962	46.511	13.554
Si	13.706	43.785	13.572
Si	10.944	51.949	13.537
Si	13.687	49.231	13.547
Si	10.923	57.401	13.576
Si	13.67	54.674	13.546
Si	10.899	62.866	13.611
Si	13.649	60.132	13.588
Si	1.333	4.078	15.054
Si	4.065	1.342	15.024
Si	1.328	9.555	15.138
Si	4.055	6.82	15.111
Si	1.333	14.988	15.193
Si	4.052	12.281	15.179
Si	1.351	20.435	15.168
Si	4.063	17.707	15.193
Si	1.372	25.946	15.087
Si	4.088	23.189	15.134
Si	1.386	31.477	15.002
Si	4.103	28.714	15.036
Si	1.399	36.955	14.961
Si	4.124	34.219	14.977
Si	1.395	42.424	14.939
Si	4.124	39.691	14.948
Si	1.381	47.87	14.94
Si	4.119	45.146	14.926
Si	1.374	53.299	14.94
Si	4.113	50.58	14.938
Si	1.36	58.753	14.941
Si	4.102	56.022	14.953
Si	1.338	64.22	14.999
Si	4.08	61.488	14.966
Si	6.777	4.084	15.063
Si	9.515	1.342	15.009
Si	6.78	9.553	15.157
Si	9.513	6.818	15.112
Si	6.781	15.003	15.195
Si	9.517	12.284	15.181
Si	6.802	20.444	15.169
Si	9.53	17.72	15.185
Si	6.834	25.949	15.081
Si	9.557	23.187	15.118
Si	6.848	31.467	15.002
Si	9.578	28.706	15.043
Si	6.857	36.959	14.972
Si	9.6	34.213	14.989
Si	6.851	42.427	14.94
Si	9.595	39.697	14.967
Si	6.848	47.874	14.918
Si	9.586	45.161	14.935
Si	6.838	53.3	14.94
Si	9.574	50.588	14.916
Si	6.824	58.757	14.97
Si	9.567	56.024	14.951
Si	6.799	64.218	14.983
Si	9.544	61.486	14.977
Si	12.252	4.075	15.057
Si	14.996	1.337	15.025
Si	12.256	9.56	15.144
Si	14.995	6.822	15.09
Si	12.269	14.998	15.192
Si	15.002	12.277	15.174
Si	12.286	20.44	15.158
Si	15.014	17.705	15.187
Si	12.309	25.942	15.076
Si	15.032	23.18	15.122
Si	12.336	31.461	15.021
Si	15.052	28.708	15.042
Si	12.346	36.957	14.979
Si	15.076	34.211	14.991
Si	12.332	42.435	14.953
Si	15.077	39.694	14.955
Si	12.315	47.879	14.931
Si	15.063	45.155	14.945
Si	12.305	53.305	14.918
Si	15.043	50.588	14.933
Si	12.29	58.753	14.956
Si	15.035	56.025	14.927
Si	12.265	64.216	14.99
Si	15.019	61.482	14.964

Results
total energy: -472979.905 eV
total energy less fixed offsets of O -438.35, Si -107.03 eV per atom: 35.495 eV

Forces (eV/angstrom) on atoms 25 to 1303 of the 2364, counted in the order above; the others are left out for length: element, x, y, z
Si	0.291	-0.462	0.284
Si	-0.366	0.302	-0.073
Si	-0.226	-0.139	0.159
Si	-0.362	-0.43	0.696
Si	-0.1	-0.112	0.532
Si	-0.013	0.085	0.315
Si	-0.091	-0.051	0.178
Si	0.093	0.085	-0.276
Si	0.122	-0.154	-0.143
Si	-0.056	-0.13	0.161
Si	0.069	0.022	-0.024
Si	-0.066	0.044	-0.126
Si	-0.207	0.067	-0.296
Si	-0.177	-0.006	-0.204
Si	0.132	-0.038	-0.017
Si	-0.014	-0.073	-0.092
Si	-0.378	0.011	0.025
Si	-0.015	0.046	0.114
Si	0.078	0.185	0.98
Si	-0.385	0.301	0.379
Si	0.072	-0.028	-0.083
Si	-0.075	0.124	-0.316
Si	0.117	0.128	-0.027
Si	-0.034	-0.144	-0.172
Si	0.281	-0.51	0.11
Si	0.114	-0.252	-0.017
Si	0.073	-0.092	-0.231
Si	0.206	0.077	0.006
Si	-0.09	0.279	0.461
Si	0.078	-0.073	0.162
Si	0	-0.148	0.234
Si	0.361	-0.304	0.358
Si	-0.072	-0.054	0.048
Si	-0.155	0.244	-0.549
Si	0.108	0.028	-0.367
Si	0.064	0.073	-0.189
Si	0.157	0.017	-0.087
Si	-0.061	-0.08	0.407
Si	-0.231	-0.21	-0.191
Si	-0.049	0.041	-0.292
Si	0.21	-0.151	-0.038
Si	0.135	-0.085	-0.295
Si	0.384	-0.089	0.076
Si	-0.014	0.132	-0.319
Si	0.272	-0.377	0.423
Si	-0.084	-0.384	0.066
Si	-0.072	-0.179	0.125
Si	0.268	-0.117	0.636
Si	-0.08	-0.199	0.049
Si	0.179	0.077	0.04
Si	-0.088	-0.161	-0.229
Si	0.125	0.102	-0.312
Si	-0.071	0.027	-0.418
Si	-0.107	0.141	-0.328
Si	0.243	0.103	-0.188
Si	-0.032	-0.084	-0.27
Si	-0.014	0.291	-0.463
Si	-0.083	0.13	-0.393
Si	0.121	-0.051	-0.01
Si	-0.072	-0.087	-0.301
Si	-0.007	-0.209	-0.183
Si	-0.037	-0.145	-0.217
Si	-0.07	0.197	-0.166
Si	-0.061	-0.003	-0.116
Si	0.275	0.075	-0.19
Si	-0.078	-0.045	-0.423
Si	-0.093	0.074	-0.15
Si	-0.168	0.036	-0.072
Si	-0.118	-0.103	-0.343
Si	-0.033	-0.057	-0.143
Si	0.032	0.077	-0.234
Si	-0.053	0.245	-0.42
Si	-0.043	-0.016	-0.208
Si	0.16	-0.073	0.02
Si	0.014	0.144	0.127
Si	0.263	0.256	-0.381
Si	-0.143	0.208	-0.306
Si	0.017	-0.135	-0.128
Si	-0.111	0.189	-0.184
Si	0.038	0.162	-0.061
Si	0.2	0.077	-0.197
Si	0.042	0.034	-0.109
Si	-0.046	0.16	-0.345
Si	-0.083	0.08	-0.104
Si	0.107	-0.013	-0.266
Si	-0.039	0.016	-0.17
Si	-0.088	0.034	-0.176
Si	0.038	0.166	-0.125
Si	-0.012	-0.203	-0.207
Si	-0.135	0.317	-0.098
Si	0.051	-0.187	-0.492
Si	0.321	0.012	-0.336
Si	0.144	0.033	0.189
Si	0.182	0.174	-0.351
Si	-0.065	0.036	-0.224
Si	0.022	0.136	-0.185
Si	0.086	0.292	-0.097
Si	-0.148	-0.102	-0.326
Si	0.05	-0.075	-0.131
Si	-0.216	0.024	-0.302
Si	-0.041	-0.073	-0.255
Si	0.088	-0.05	-0.12
Si	0.18	-0.127	-0.07
Si	-0.227	0.156	-0.304
Si	-0.221	-0.05	-0.038
Si	0.154	0.101	-0.092
Si	0.096	-0.147	-0.103
Si	-0.052	0.033	-0.026
Si	0.018	-0.028	-0.244
Si	-0.103	-0.153	-0.168
Si	0.016	-0.179	-0.168
Si	-0.096	-0.078	-0.143
Si	-0.007	0.028	-0.004
Si	0.07	0.043	-0.245
Si	-0.1	0.021	-0.035
Si	-0.079	-0.104	-0.353
Si	0.005	0.072	-0.122
Si	0.038	-0.212	-0.208
Si	-0.135	-0.148	-0.2
Si	-0.237	-0.151	0.176
Si	0.094	-0.058	-0.116
Si	-0.105	-0.027	0.056
Si	0.028	0.004	-0.032
Si	-0.037	0.017	0.034
Si	-0.077	0.063	0.058
Si	-0.007	0.058	-0.21
Si	0.074	0.228	0.046
Si	0.019	-0.18	0.12
Si	0.095	0.044	0.198
Si	-0.109	0.052	-0.061
Si	0.074	-0.094	-0.08
Si	-0.092	-0.088	-0.014
Si	0.008	-0.018	0.046
Si	-0.115	-0.011	0.151
Si	0.062	0.025	0.33
Si	0.065	-0.129	-0.115
Si	-0.095	0.072	0.243
Si	0.016	0.024	0.147
Si	0.141	-0.031	0.158
Si	-0.209	0.091	-0.119
Si	-0.1	0.021	-0.036
Si	0.028	-0.103	-0.106
Si	0.032	0.029	0.179
Si	-0.179	0.046	0.057
Si	-0.019	0.152	0.031
Si	0.06	-0.08	0.034
Si	-0.036	0.088	-0.039
Si	-0.132	-0.071	0.014
Si	-0.081	0.104	-0.078
Si	0.081	-0.246	-0.184
Si	-0.026	-0.099	0.158
Si	0.058	-0.052	-0.096
Si	0.003	-0.04	0.049
Si	-0.039	-0.039	-0.031
Si	-0.002	-0.024	0.26
Si	0.01	-0.074	-0.042
Si	-0.04	0.107	0.055
Si	0.036	0.014	0.194
Si	0.018	0.068	-0.019
Si	0.102	0.046	0.241
Si	0.136	0.099	-0.146
Si	-0.004	0	0.012
Si	0.045	0.063	-0.102
Si	0.004	0.056	0.241
Si	-0.055	0.051	-0.101
Si	0.164	-0.025	0.137
Si	0.089	-0.067	0.191
Si	-0.027	0.155	0.173
Si	0.006	-0.011	0.078
Si	-0.06	-0.127	-0.043
Si	-0.032	0.066	0.163
Si	0.076	0.023	0.195
Si	-0.039	0.017	-0.056
Si	-0.015	-0.04	-0.086
Si	-0.094	0.068	0.131
Si	-0.072	-0.064	0.082
Si	-0.052	-0.018	0.242
Si	0.115	-0.078	0.037
Si	-0.081	0.066	-0.056
Si	0.164	0.077	0.033
Si	0.233	-0.157	0.066
Si	-0.096	0.195	-0.213
Si	-0.009	0.084	-0.026
Si	-0.139	0.025	0.025
Si	0.028	-0.08	0.06
Si	-0.016	-0.048	0.213
Si	-0.26	0.055	0.132
Si	0.105	-0.159	0.145
Si	0.204	-0.192	0.081
Si	-0.128	0.118	0.066
Si	0.025	0.168	0.111
Si	-0.088	0.181	0.041
Si	0.09	0.106	-0.042
Si	-0.004	-0.063	-0.054
Si	-0.04	-0.074	-0.038
Si	-0.023	-0.061	-0.083
Si	0.08	-0.007	-0.132
Si	0.071	0.002	-0.064
Si	-0.129	0.028	-0.003
Si	0.106	-0.04	-0.06
Si	-0.016	0.054	-0.067
Si	-0.035	0.07	0.012
Si	0.001	0.143	0.03
Si	0.033	0.02	-0.087
Si	-0.022	-0.059	-0.02
Si	-0.001	0.069	-0.062
Si	-0.075	0.038	-0.062
Si	0.019	0.011	-0.035
Si	-0.026	-0.193	-0.095
Si	-0.135	-0.104	-0.014
Si	-0.063	-0.104	-0.052
Si	0.052	-0.025	-0.114
Si	0.082	0.095	-0.128
Si	-0.062	-0.046	-0.004
Si	-0.107	0.149	-0.07
Si	0.018	-0.031	-0.101
Si	-0.149	0.011	0.033
Si	0.012	0.043	-0.114
Si	-0.037	-0.048	-0.088
Si	-0.025	0.063	-0.138
Si	-0.086	0.016	-0.047
Si	0.188	-0.037	-0.078
Si	0.034	0.037	-0.053
Si	0.051	-0.046	0.002
Si	-0.021	0.006	-0.005
Si	-0.056	0.078	-0.027
Si	0.144	-0.165	-0.029
Si	-0.016	-0.027	0.025
Si	-0.091	-0.007	-0.053
Si	0.037	-0.009	-0.058
Si	0.032	0.032	-0.218
Si	-0.108	-0.154	0.024
Si	0.126	0.028	-0.123
Si	-0.037	-0.06	-0.253
Si	-0.048	0.106	-0.156
Si	0.104	0.074	-0.147
Si	0.157	-0.015	-0.1
Si	-0.176	0.032	-0.187
Si	0.022	-0.067	-0.019
Si	0.044	-0.032	-0.265
Si	-0.068	0.019	-0.102
Si	-0.007	-0.041	-0.076
Si	0.014	0.002	-0.039
Si	-0.124	-0.04	-0.107
Si	-0.177	0.086	-0.007
Si	0.069	0.026	-0.085
Si	0.131	-0.079	-0.136
Si	-0.096	0.04	-0.2
Si	-0.068	-0.054	-0.039
Si	0.179	-0.111	-0.083
Si	0.085	0.029	0.009
Si	-0.069	-0.063	0.051
Si	-0.084	-0.024	-0.075
Si	0.006	-0.052	-0.046
Si	0.078	0.076	-0.043
Si	-0.029	0.056	-0.037
Si	0.06	0.12	-0.096
Si	0.01	0.045	-0.152
Si	-0.011	0.01	-0.08
Si	0.097	-0.077	-0.104
Si	-0.063	-0.018	-0.084
Si	-0.135	0.07	-0.107
Si	-0.071	-0.173	-0.084
Si	0.026	0.034	-0.033
Si	-0.014	0.004	0.011
Si	-0.037	-0.005	0
Si	-0.014	-0.002	-0.007
Si	-0.014	-0.013	-0.013
Si	-0.009	-0.035	0.004
Si	-0.003	-0.022	0.001
Si	0.019	-0.01	-0.008
Si	0.016	0.018	0
Si	0.005	0.022	-0.013
Si	0.031	-0.007	-0.008
Si	0.025	0.003	-0.004
Si	-0.03	0.035	-0.012
Si	-0.014	-0.023	0.003
Si	0.003	0.02	0.001
Si	-0.011	0.003	0.005
Si	0.016	-0.016	-0.002
Si	0.019	-0.008	0.004
Si	0.017	0.009	-0.002
Si	-0.03	0.021	0.003
Si	0.031	0.019	0.003
Si	-0.02	0.017	0.007
Si	0.005	-0.018	0.001
Si	0.028	0.004	0.008
Si	0.015	0.001	0.006
Si	0.013	-0.014	0.006
Si	-0.008	0.024	-0.005
Si	-0.01	0.011	-0.003
Si	0.003	-0.018	-0.006
Si	0.005	-0.006	-0.006
Si	-0.001	0.009	-0.007
Si	0.001	0.006	0.009
Si	0.02	0.006	-0.004
Si	0.017	0.013	-0.003
Si	0.013	-0.011	-0.01
Si	0.024	0.001	-0.013
Si	0.002	0.027	-0.008
Si	-0.005	-0.003	-0.007
Si	0.024	-0.011	-0.014
Si	0.015	0.014	0.005
Si	-0.016	0.015	-0.008
Si	0.013	0.001	0.014
Si	0.001	0.022	0.006
Si	0.016	0.002	0.007
Si	0.036	0.014	0.005
Si	0.028	0.008	0.003
Si	0.018	-0.005	-0.009
Si	-0.01	0.001	0.003
Si	0.007	0.006	-0.006
Si	0.022	0.033	0.005
Si	0.002	0.003	0.004
Si	0.03	-0.022	-0.005
Si	-0.028	-0.013	-0.006
Si	-0.037	0.009	-0.002
Si	-0.015	-0.015	-0.001
Si	0	0.004	-0.012
Si	0.018	0.007	-0.002
Si	0.015	0.021	-0.014
Si	0.018	0.021	-0.008
Si	0.008	-0.005	-0.01
Si	0	-0.019	0.003
Si	0.002	0.002	-0.003
Si	0.007	-0.017	-0.002
Si	-0.008	-0.004	-0.012
Si	-0.004	0.015	-0.012
Si	-0.019	-0.007	-0.003
Si	-0.01	-0.01	-0.005
Si	0.006	0.01	0.003
Si	-0.013	0.024	0
Si	0.021	-0.006	0.003
Si	0.001	0.027	0.005
Si	-0.02	0.002	-0.006
Si	0.01	-0.032	-0.006
Si	0.045	0.038	-0.016
Si	0.021	0	0.024
Si	-0.018	-0.018	-0.018
Si	0.015	-0.028	0.012
Si	0.009	0.021	0.005
Si	-0.004	-0.007	-0.003
Si	-0.027	-0.014	0.015
Si	-0.035	-0.002	0.007
Si	-0.027	-0.004	-0.003
Si	-0.001	-0.007	0.022
Si	0.035	-0.016	0.004
Si	0.021	-0.037	-0.009
Si	0.022	0.028	0.006
Si	-0.005	-0.053	-0.007
Si	-0.009	0.046	-0.014
Si	0.002	-0.024	-0.02
Si	-0.029	-0.018	0.001
Si	-0.043	-0.026	-0.013
Si	-0.012	-0.025	0.028
Si	-0.066	-0.019	0.007
Si	-0.006	0.035	-0.003
Si	0.042	0.006	-0.005
Si	-0.05	-0.044	-0.025
Si	-0.04	0.011	-0.009
Si	0.031	0.017	0.009
Si	-0.032	-0.002	-0.004
Si	0.033	0.018	0
Si	0.043	-0.016	-0.014
Si	0.031	-0.021	-0.007
Si	0.013	-0.015	-0.017
Si	0.02	0.029	-0.004
Si	-0.008	0.011	-0.01
Si	0.008	0.028	-0.004
Si	0.005	0.039	0.005
Si	-0.01	-0.05	0.021
Si	-0.012	-0.058	-0.002
Si	0.029	0.005	-0.003
Si	-0.035	-0.005	-0.01
Si	0.034	0.001	-0.008
Si	0.053	-0.015	-0.009
Si	0.013	-0.033	-0.014
Si	0.022	-0.034	-0.016
Si	-0.008	-0.004	0.009
Si	-0.045	0.012	-0.019
Si	-0.02	0.007	0.01
Si	0.016	0.025	0.002
Si	0.01	0.008	-0.013
Si	-0.022	-0.068	-0.001
Si	-0.052	-0.032	-0.025
Si	0.009	0.032	-0.022
Si	-0.001	0.005	-0.021
Si	0.004	0.032	0
Si	0.041	-0.003	-0.014
Si	-0.026	0.052	0.013
Si	-0.04	0.001	0.004
Si	-0.013	0.023	0.005
Si	-0.049	-0.029	0.001
Si	-0.043	-0.022	-0.001
Si	-0.007	-0.006	-0.009
Si	0.015	0.072	0.006
Si	-0.052	-0.01	0.009
Si	-0.007	0.013	-0.002
Si	-0.016	-0.021	0.001
Si	-0.065	-0.037	-0.007
Si	0.038	0.019	0.014
Si	0.006	0	0.008
Si	0.014	0.008	-0.007
Si	0.026	-0.016	-0.011
Si	-0.027	-0.016	0.003
Si	-0.028	-0.017	-0.007
Si	0.047	0.033	0.003
Si	-0.001	0.028	0.006
Si	-0.005	-0.017	0.031
Si	-0.017	0.015	-0.02
Si	0.044	-0.045	0
Si	-0.05	0.071	0.006
Si	0.049	-0.081	0.009
Si	-0.047	0.02	-0.002
Si	0.021	0.028	0.005
Si	-0.001	0.055	-0.007
Si	0.038	-0.022	0.033
Si	0.031	0.049	-0.017
Si	0.028	-0.032	0.038
Si	-0.073	0.013	-0.018
Si	-0.049	-0.07	0.009
Si	0.006	-0.026	0.026
Si	0.052	-0.063	-0.014
Si	-0.003	0	0.064
Si	-0.041	-0.05	-0.006
Si	0.001	-0.004	0.03
Si	-0.069	0.104	-0.02
Si	0.042	0.008	-0.023
Si	0.006	-0.021	-0.004
Si	0.064	-0.013	0.013
Si	0.032	-0.031	0.019
Si	-0.002	0.045	0.043
Si	-0.009	0.014	0.002
Si	0.009	0.049	0.004
Si	0.03	-0.018	0.011
Si	0.002	-0.029	0.007
Si	0.002	0.011	0.042
Si	-0.033	0.028	0.008
Si	0.005	-0.008	0.028
Si	0.029	-0.021	0.021
Si	0.008	0.006	0.019
Si	0.005	-0.016	0.042
Si	-0.009	0.087	-0.035
Si	-0.03	-0.026	-0.015
Si	0.007	0.066	-0.006
Si	0.012	0.014	0.031
Si	-0.011	0.015	0.033
Si	0.094	-0.029	0.018
Si	0.023	0.041	0.023
Si	-0.013	0.041	0.035
Si	0.032	0.036	0.016
Si	0.039	0.015	0.03
Si	-0.035	0.018	0.007
Si	0.109	-0.062	-0.009
Si	0.076	-0.042	0.051
Si	-0.024	-0.001	0.031
Si	0.089	0.006	0.011
Si	0.006	0.022	0.036
Si	-0.059	-0.026	0.032
Si	-0.011	-0.01	0.02
Si	-0.068	0.044	0.029
Si	-0.045	-0.029	0.012
Si	0.016	0.016	-0.014
Si	0.061	-0.059	-0.015
Si	0.022	0.013	0.009
Si	0.033	0.036	-0.012
Si	-0.035	0.045	-0.003
Si	-0.008	0.011	0.036
Si	0.023	0.003	0.042
Si	0.027	-0.08	0.001
Si	-0.042	0.036	0.006
Si	-0.04	0.012	0.018
Si	-0.03	0.008	0.001
Si	-0.018	-0.045	0
Si	0.034	-0.002	0.027
Si	-0.017	0.007	0.017
Si	-0.002	0.02	0.024
Si	-0.005	0.009	0.026
Si	-0.085	0.021	0.004
Si	-0.015	0.002	0.001
Si	-0.011	-0.027	0.027
Si	-0.038	-0.035	-0.015
Si	-0.033	0.036	0.066
Si	-0.022	-0.008	0.032
Si	0.003	0.052	0.014
Si	0.041	-0.071	0.026
Si	-0.079	-0.052	0.015
Si	-0.053	-0.05	0.048
Si	0.131	0.05	-0.026
Si	-0.012	-0.059	-0.002
Si	-0.063	0.048	0.021
Si	0.036	-0.086	0.05
Si	0.07	0.038	0.119
Si	-0.023	0.013	0.127
Si	-0.056	-0.061	0.031
Si	0.006	0.041	0.021
Si	-0.053	0.015	0.051
Si	-0.03	-0.04	0.075
Si	-0.002	-0.038	0.038
Si	-0.078	-0.045	0.019
Si	0.005	-0.015	0.053
Si	-0.025	-0.015	0.033
Si	0.03	0.069	0.006
Si	-0.048	-0.035	0.058
Si	0.108	0.025	0.057
Si	-0.179	-0.013	0.066
Si	0.014	-0.019	0.034
Si	0.092	0.02	-0.068
Si	0.026	0.032	0.054
Si	0.018	0.038	0.005
Si	0.048	0.045	-0.015
Si	-0.032	0.008	0.009
Si	-0.001	0.052	0.046
Si	-0.013	-0.003	0.032
Si	-0.079	-0.182	0.098
Si	0.042	0.029	0.11
Si	0.036	-0.057	-0.029
Si	0.003	-0.045	0.048
Si	0.064	0.001	0.013
Si	-0.027	-0.036	0.013
Si	-0.01	-0.114	0.066
Si	0.091	-0.029	0.048
Si	-0.017	0.004	0.001
Si	-0.039	0.048	0.044
Si	0.097	0.067	0.047
Si	-0.048	-0.009	-0.001
Si	0.019	-0.046	0.036
Si	0.035	0.047	0.021
Si	-0.118	-0.028	-0.032
Si	-0.011	-0.027	-0.056
Si	0.081	0.058	-0.048
Si	-0.009	-0.001	0.035
Si	0.006	0.033	0.034
Si	0.019	0.067	0.006
Si	-0.066	0.045	0.048
Si	0.006	-0.048	0.064
Si	0.007	-0.044	0.062
Si	-0.071	-0.012	0.041
Si	-0.009	0.081	-0.1
Si	0.03	-0.044	0.09
Si	-0.046	-0.052	0.078
Si	0.011	0.097	0.009
Si	-0.015	-0.012	0.043
Si	-0.025	0.061	-0.023
Si	0.05	0.019	-0.043
Si	0.019	0.092	-0.042
Si	-0.053	0.002	0.015
Si	-0.004	-0.037	0.002
Si	-0.006	0.011	0.013
Si	-0.011	0.077	-0.012
Si	0.066	-0.036	-0.001
Si	0.035	-0.039	0.026
Si	0.064	0.072	0.147
Si	0.034	-0.025	0.086
Si	-0.024	0.096	0.131
Si	-0.006	-0.092	0.065
Si	0.037	-0.106	0.165
Si	-0.047	0.013	0.102
Si	-0.105	0.198	0.216
Si	0.061	-0.017	0.314
Si	0.079	0.024	0.125
Si	-0.13	0.097	0.052
Si	-0.081	-0.072	0.075
Si	0.038	-0.032	0.195
Si	0.128	0.073	0.134
Si	0.022	-0.114	0.142
Si	-0.046	0.046	0.096
Si	-0.001	0.009	0.028
Si	0.014	-0.086	-0.025
Si	0.045	-0.06	-0.002
Si	-0.077	0.058	0.097
Si	0.002	0.044	0.061
Si	-0.022	0.021	0.061
Si	0.146	0.001	0.009
Si	-0.011	0.056	0.149
Si	-0.067	-0.137	0.07
Si	0.129	0.138	0.322
Si	0.046	0.015	0.325
Si	-0.017	0.073	-0.022
Si	-0.04	0.016	0.046
Si	-0.013	0.114	0.123
Si	-0.009	0.021	0.165
Si	0.025	0.028	0.014
Si	0.038	0.008	0.116
Si	-0.128	0.048	0.165
Si	-0.112	0.019	-0.025
Si	0.069	-0.105	0.058
Si	-0.161	0.093	-0.026
Si	0.004	0.052	0.063
Si	-0.044	0.167	0.112
Si	0.009	-0.022	0.099
Si	0.109	0.028	-0.012
Si	0.058	0.016	0.115
Si	-0.09	0.015	0.054
Si	0.14	0.064	0.078
Si	0.126	-0.018	0.166
Si	-0.103	0.012	-0.067
Si	0.033	0.027	-0.038
Si	-0.105	0.03	0.044
Si	-0.014	-0.094	-0.001
Si	-0.032	-0.013	0.091
Si	0.095	0.022	0.033
Si	0.015	-0.208	0.21
Si	-0.13	0.048	0.088
Si	-0.04	-0.114	0.036
Si	0.067	-0.023	0.089
Si	-0.019	-0.227	0.024
Si	0.045	-0.029	-0.007
Si	0.044	-0.084	0.163
Si	-0.001	0.004	0.154
Si	-0.11	0.138	0.059
Si	-0.029	0.068	0.098
Si	-0.004	-0.18	0.125
Si	-0.035	-0.068	0.002
Si	-0.056	-0.036	-0.028
Si	-0.04	-0.107	-0.027
Si	-0.034	0.048	0.055
Si	-0.001	-0.078	0.16
Si	0.035	-0.08	0.086
Si	-0.081	0.03	0.013
Si	-0.005	-0.134	0.125
Si	-0.001	-0.06	0.111
Si	-0.179	0.005	0.009
Si	-0.11	0.168	0.091
Si	-0.041	-0.206	-0.158
Si	0.049	-0.049	-0.054
Si	-0.034	0.078	-0.009
Si	-0.249	0.132	0.033
Si	-0.086	0.041	-0.183
Si	-0.035	0.082	-0.085
Si	0.133	-0.192	-0.352
Si	-0.087	-0.022	-0.222
Si	0.204	-0.05	-0.243
Si	-0.061	0.135	-0.014
Si	-0.126	0.055	-0.132
Si	0.013	-0.062	-0.072
Si	0.027	0.034	0.017
Si	-0.018	0.073	0.181
Si	0.109	0.031	0.15
Si	-0.155	0.082	0.055
Si	-0.034	-0.152	0.179
Si	0.128	-0.041	0.111
Si	-0.03	-0.004	0.161
Si	0.03	-0.047	-0.206
Si	-0.126	0.102	0.103
Si	-0.013	-0.055	-0.082
Si	-0.056	0.085	-0.046
Si	-0.113	0.117	-0.027
Si	0.139	0.083	-0.441
Si	0.034	0.048	-0.335
Si	0.064	-0.066	-0.191
Si	-0.039	0.208	-0.019
Si	0.208	-0.111	-0.123
Si	0.053	0.236	-0.085
Si	0	-0.079	0.004
Si	0.068	0.065	-0.115
Si	-0.127	0.162	0.102
Si	0.127	-0.136	0.057
Si	-0.032	-0.082	0.039
Si	0.195	0.003	-0.149
Si	-0.017	-0.139	-0.15
Si	-0.141	-0.078	-0.109
Si	-0.042	-0.022	-0.04
Si	0.066	-0.025	-0.147
Si	0.133	-0.045	0.01
Si	-0.016	0.034	0.059
Si	0.096	-0.119	-0.089
Si	0.049	-0.001	0.019
Si	-0.073	0.045	0.17
Si	0.036	-0.039	-0.173
Si	0.031	0.01	-0.21
Si	-0.181	-0.084	0.049
Si	-0.078	0.088	0.066
Si	-0.24	0.002	0.061
Si	0.049	-0.067	-0.175
Si	0.219	-0.002	0.176
Si	-0.051	-0.117	0.047
Si	0.119	-0.055	-0.131
Si	-0.094	0.049	0.16
Si	0.086	0.154	0.02
Si	0.017	-0.007	-0.109
Si	0.198	-0.136	0.16
Si	0.011	-0.095	0.092
Si	0.188	-0.081	-0.193
Si	0.065	-0.039	0.013
Si	0.091	-0.142	0.029
Si	0.094	-0.001	-0.131
Si	-0.068	-0.076	0.046
Si	-0.133	0.168	-0.104
Si	-0.017	-0.09	-0.277
Si	-0.191	0.104	0.057
Si	0.123	-0.077	-0.143
Si	0.14	0.086	-0.168
Si	0.011	-0.083	0.199
Si	0.017	-0.016	-0.113
Si	-0.087	-0.071	-0.25
Si	-0.036	-0.028	0.064
Si	0.033	0.28	0.199
Si	0	0.046	0.5
Si	-0.19	-0.032	0.069
Si	-0.337	-0.2	-0.179
Si	0.094	-0.059	0.225
Si	-0.118	-0.084	0.136
Si	0.159	0.06	0.057
Si	-0.284	0.077	0.236
Si	-0.001	0.508	-0.486
Si	0.12	0.107	0.081
Si	0.261	-0.071	0.09
Si	0.283	0.239	-0.174
Si	-0.117	-0.105	0.149
Si	0.009	-0.126	0.102
Si	-0.03	-0.327	-0.067
Si	0.045	-0.01	0.255
Si	-0.086	-0.156	0.363
Si	0.091	-0.092	0.277
Si	-0.101	0.258	0.198
Si	-0.089	0.017	-0.167
Si	-0.05	-0.048	0.16
Si	-0.063	-0.182	0.186
Si	-0.017	-0.124	0.135
Si	-0.02	-0.035	0.438
Si	0.317	0.225	0.227
Si	0.086	-0.028	0.226
Si	-0.02	-0.15	0.408
Si	0.126	-0.074	0.429
Si	0.062	0.131	0.296
Si	-0.018	-0.012	0.144
Si	0.088	-0.109	0.105
Si	0.011	-0.054	-0.309
Si	-0.047	-0.044	0.242
Si	0.262	0.065	0.186
Si	-0.04	0.397	-0.31
Si	0.117	-0.116	-0.128
Si	0.032	-0.239	0.239
Si	0.19	-0.023	0.136
Si	0.143	-0.041	-0.039
Si	0.009	-0.006	0.02
Si	-0.148	-0.158	0.159
Si	-0.172	-0.047	0.162
Si	-0.007	0.178	0.161
Si	0.006	-0.161	0.126
Si	0.221	-0.13	0.198
Si	0.11	-0.076	0.376
Si	-0.057	0.149	-0.091
Si	-0.368	0.047	0.555
Si	0.047	-0.157	0.032
Si	0.006	-0.052	0.281
Si	0.109	0.215	0.43
Si	-0.144	0.098	0.131
Si	-0.105	-0.169	0.477
Si	-0.146	0.04	0.201
Si	-0.029	-0.109	0.111
Si	0.182	0.069	0.128
Si	-0.16	-0.016	0.211
Si	0.178	0.37	-0.065
Si	-0.049	-0.006	0.07
Si	-0.123	0.129	0.104
Si	-0.165	-0.27	-0.324
Si	0.003	-0.043	0.1
Si	-0.281	0.232	0.369
Si	-0.244	0.112	-0.092
Si	0.106	0.08	0.082
Si	0.037	0.226	0.088
Si	0.015	-0.12	0.223
Si	0.083	-0.106	0.102
Si	-0.014	0.08	-0.024
Si	0.235	0.049	0.194
Si	0.31	-0.023	0.341
Si	0.064	0.007	0.444
Si	-0.191	-0.037	-0.306
Si	-0.009	-0.446	-0.456
Si	-0.124	0.186	-0.093
Si	-0.803	0.581	-0.199
Si	0.185	-0.425	-0.517
Si	-0.239	0.03	0.065
Si	0.303	0.097	-0.142
Si	-0.239	0.132	-0.386
Si	0.428	-0.107	0.221
Si	-0.132	-0.712	-0.163
Si	-0.343	0.242	-0.138
Si	-0.333	0.174	-0.413
Si	0.127	-0.159	-0.048
Si	0.406	0.165	-0.253
Si	-0.238	0.109	-0.622
Si	-0.219	-0.139	0.036
Si	-0.033	0.23	-0.005
Si	-0.189	-0.107	-0.075
Si	-0.091	-0.116	0.048
Si	0.289	0.308	-0.034
Si	0.279	-0.03	-0.059
Si	0.496	-0.792	0.061
Si	-0.312	0.555	0.026
Si	-0.186	0.486	-0.129
Si	0.207	-0.241	-0.556
Si	0.277	-0.121	0.085
Si	-0.273	-0.149	-0.127
Si	0.015	0.236	-0.002
Si	-0.09	-0.225	-0.21
Si	0.169	-0.058	-0.086
Si	-0.054	0.031	-0.234
Si	-0.088	0.094	0.203
Si	0.102	0.021	0.073
Si	-0.13	0.018	-0.446
Si	0.325	0.332	0.553
Si	0.242	-0.135	0.026
Si	0.059	0.608	-0.245
Si	0.075	0.001	-0.198
Si	-0.26	0.552	-0.038
Si	0.149	0.146	-0.292
Si	-0.487	0.275	0.197
Si	0.05	0.127	0.228
Si	-0.094	-0.075	-0.18
Si	0.124	-0.493	-0.088
Si	0.127	0.196	0.123
Si	-0.064	0.011	-0.185
Si	-0.492	0.213	0.173
Si	0.178	0	-0.412
Si	-0.307	0.769	0.347
Si	0.093	0.177	-0.814
Si	0.019	-0.093	-0.553
Si	-0.002	0.141	-0.195
Si	-0.273	-0.024	-0.603
Si	0.073	-0.024	0.07
Si	-0.2	0.324	-0.07
Si	-0.119	0.182	-0.05
Si	0.104	0.039	-0.209
Si	-0.345	-0.857	0.168
Si	-0.386	-0.043	-0.075
Si	0.413	-0.517	-0.058
Si	0.115	0.177	0.227
Si	0.346	-0.513	0.167
Si	-0.249	-0.289	-0.191
Si	-0.346	0.08	0.198
Si	-0.068	-0.144	-0.066
Si	-0.488	-0.333	-0.006
Si	0.12	0.273	0.027
Si	-0.129	0.092	-0.135
Si	0.208	-0.004	-0.075
Si	-0.041	0.159	-0.283
Si	-0.125	0.16	-0.191
Si	-0.109	0.129	0.082
Si	-0.159	-0.101	0.053
Si	0.577	-0.139	0.255
Si	-0.084	0.199	0.168
Si	-0.217	-0.095	-0.047
Si	0.045	-0.043	-0.049
Si	-0.167	0.095	0.173
Si	-0.043	-0.062	0.307
Si	-0.099	0.053	0.489
Si	-0.069	0.062	-0.097
Si	-0.019	-0.084	0.197
Si	-0.205	0.107	0.128
Si	-0.181	0.057	0.226
Si	-0.089	-0.12	0.107
Si	0.227	-0.187	-0.011
Si	0.076	0.061	-0.009
Si	-0.141	-0.022	-0.322
Si	0.124	-0.235	0.429
Si	-0.08	0.241	0.217
Si	0.07	-0.077	0.269
Si	0.065	-0.205	0.319
Si	0.171	-0.084	0.328
Si	0.044	-0.079	0.176
Si	-0.057	-0.029	0.087
Si	0.092	0.282	0.35
Si	0.012	0.07	0.009
Si	-0.064	-0.003	0.12
Si	0.109	0.2	0.31
Si	0.11	0.03	-0.042
Si	0.068	-0.095	0.255
Si	-0.032	-0.098	0.244
Si	-0.111	-0.19	0.499
Si	0.46	-0.277	0.381
Si	0.261	0.056	0.104
Si	-0.103	0.007	0.432
Si	0.097	0.01	0.284
Si	0.058	0.045	0.152
Si	0.08	-0.068	0.389
Si	-0.239	-0.138	0.299
Si	0.317	-0.087	0.082
Si	0.076	-0.128	0.421
Si	0.142	0.021	0.025
Si	-0.046	-0.073	0.104
Si	0.329	0.284	-0.064
Si	0.043	-0.008	-0.097
Si	-0.12	0.084	0.026
Si	-0.062	0.2	0.061
Si	-0.029	0.145	0.04
Si	-0.105	0.136	0.09
Si	-0.157	-0.075	-0.051
Si	0.153	-0.238	0.321
Si	-0.06	-0.227	0.193
Si	-0.012	-0.03	0.081
Si	-0.062	0.076	0.212
Si	-0.1	0.104	-0.323
Si	-0.178	0.088	0.426
Si	0.224	0.182	0.269
Si	0.035	-0.147	0.154
Si	-0.286	0.075	0.211
Si	0.132	-0.05	-0.037
Si	-0.36	0.447	0.353
Si	0.279	-0.238	0.383
Si	-0.038	-0.125	-0.342
Si	-0.021	-0.245	0.149
Si	-0.062	-0.196	0.277
Si	0.096	0.079	-0.144
Si	0.032	-0.072	0.104
Si	0.142	0.138	0.161
Si	-0.039	-0.013	0.253
Si	0.056	-0.268	-0.148
Si	0.021	0.105	0.105
Si	0.017	-0.031	-0.169
Si	-0.205	0.285	0.391
Si	0.087	-0.067	0.424
Si	-0.362	-0.058	0.317
Si	-0.015	-0.224	0.332
Si	0.001	0.084	0.585
Si	0.034	-0.11	0.267
Si	-0.114	-0.051	-0.388
Si	0.057	-0.115	0.569
Si	0.19	0.096	0.289
Si	0.128	0.164	-0.286
Si	0.113	0.131	0.284
Si	-0.088	0.133	-0.105
Si	0.086	0.078	0.233
Si	-0.006	-0.082	0.073
Si	0.074	0.085	-0.06
Si	0.056	-0.135	0.125
Si	-0.026	-0.014	0.203
Si	-0.1	-0.186	0.122
Si	-0.076	-0.035	0.233
Si	0.25	-0.198	-0.166
Si	0.071	0.064	-0.071
Si	-0.054	0.046	0.278
Si	-0.028	-0.007	0.043
Si	0.069	-0.064	0.368
Si	-0.046	0.04	0.05
Si	-0.057	0.025	0.169
Si	0.116	-0.001	0.319
Si	0.097	-0.164	-0.362
Si	0.098	-0.143	0.271
Si	0.014	-0.173	0.145
Si	0.112	-0.126	-0.198
Si	0.043	-0.052	0.063
Si	-0.186	0.168	0.45
Si	0.282	-0.053	-0.275
Si	-0.022	-0.158	0.152
Si	-0.058	-0.092	0.456
Si	0.188	-0.083	0.207
Si	0.071	-0.036	0.32
Si	-0.048	-0.027	0.011
Si	0.01	0.019	-0.248
Si	0.036	-0.003	-0.08
Si	-0.197	0.049	0.253
Si	0.088	-0.004	-0.329
Si	-0.067	0.025	0.02
Si	-0.111	0.165	-0.176
Si	-0.029	0.08	-0.18
Si	-0.148	0.167	0.315
Si	0.041	-0.021	-0.071
Si	-0.052	-0.05	0.25
Si	-0.028	-0.035	-0.06
Si	-0.051	0.086	0.237
Si	0.009	0.016	-0.399
Si	-0.008	-0.079	-0.36
Si	0.001	-0.083	0.044
Si	-0.121	0.039	0.172
Si	-0.089	0.132	-0.103
Si	-0.177	0.137	0.064
Si	-0.194	-0.187	0.38
Si	-0.111	0.014	-0.049
Si	0.098	-0.022	-0.048
Si	0.099	-0.044	-0.047
Si	0.105	-0.137	0.199
Si	0.094	-0.104	-0.167
Si	0.04	-0.111	-0.167
Si	-0.031	-0.018	-0.193
Si	-0.155	0.051	0.161
Si	0.04	-0.093	0.057
Si	0.024	0.142	-0.23
Si	0.107	-0.045	0.106
Si	0.096	0.026	-0.07
Si	0.036	-0.093	-0.02
Si	-0.003	-0.152	0.632
Si	0.108	-0.185	-0.534
Si	-0.015	0.076	-0.288
Si	0.032	0.231	-0.44
Si	-0.091	0.069	0.201
Si	-0.021	-0.053	-0.405
Si	-0.041	-0.088	-0.256
Si	0.022	-0.209	0.125
Si	0.141	-0.171	-0.1
Si	0.105	0.12	-0.166
Si	0.003	0.006	0.061
Si	-0.012	-0.004	0.205
Si	-0.028	-0.181	0.085
Si	0.013	-0.137	0.007
Si	-0.058	0.006	-0.256
Si	-0.215	0.288	-0.365
Si	-0.252	-0.035	0.055
Si	0.167	-0.016	-0.337
Si	0.179	-0.016	0.07
Si	-0.261	-0.126	0.364
Si	0.086	-0.029	-0.03
Si	0.11	-0.109	-0.397
Si	-0.023	0.011	-0.159
Si	-0.046	-0.017	-0.233
Si	-0.01	-0.297	-0.398
Si	0.071	0.172	0.216
Si	0.016	-0.075	0.079
Si	0.117	0.072	-0.371
Si	-0.146	-0.089	-0.237
Si	-0.015	0.051	-0.005
Si	-0.035	-0.099	0.166
Si	-0.426	0.024	0.07
Si	-0.064	0.056	0.05
Si	-0.027	0.087	-0.198
Si	-0.059	0.245	-0.394
Si	-0.068	0.191	-0.12
Si	-0.111	0.009	0.014
Si	0.048	0.246	-0.195
Si	-0.009	0.048	0.044
Si	-0.156	0.115	-0.595
Si	-0.001	-0.059	0.212
Si	0.105	-0.213	0.049
Si	0.093	-0.047	0.249
Si	0.068	-0.037	-0.299
Si	-0.092	0.092	-0.469
Si	-0.136	0.043	-0.448
Si	-0.166	-0.225	-0.112
Si	0.18	0.08	0.063
Si	-0.045	-0.154	-0.22
Si	-0.185	-0.083	0.258
Si	-0.174	-0.18	-0.498
Si	0.18	-0.121	-0.283
Si	0.064	-0.215	-0.401
Si	-0.082	-0.038	-0.127
Si	-0.001	-0.127	0.03
Si	-0.052	0.094	-0.241
Si	-0.051	-0.1	-0.09
Si	0.043	-0.046	-0.4
Si	-0.157	-0.034	-0.509
Si	0.077	0.108	-0.541
Si	-0.073	0.151	-0.196
Si	-0.038	0.006	-0.018
Si	0.276	0.163	0.035
Si	-0.137	-0.066	-0.315
Si	0.062	-0.117	0.218
Si	-0.072	-0.055	-0.163
Si	-0.06	0.041	-0.47
Si	-0.014	-0.144	-0.31
Si	0.141	0.089	-0.306
Si	0.002	0.149	-0.335
Si	0.059	0.128	0.06
Si	0.11	-0.056	-0.427
Si	-0.047	0.183	-0.268
Si	0.081	0.149	-0.148
Si	0.06	-0.066	-0.241
Si	-0.072	-0.105	-0.408
Si	0.294	-0.029	0.301
Si	0.28	-0.075	0.17
Si	0.237	0.096	-0.007
Si	-0.272	0.173	-0.192
Si	0.131	-0.209	-0.623
Si	0.149	0.13	-0.034
Si	0.217	-0.039	-0.15
Si	0.045	-0.019	-0.102
Si	-0.064	-0.035	0.088
Si	0.014	0.056	-0.286
Si	-0.059	-0.078	-0.03
Si	-0.071	0.012	-0.144
Si	0.123	-0.041	-0.376
Si	-0.085	0.166	-0.399
Si	-0.068	0.052	-0.051
Si	0.06	-0.136	-0.317
Si	0.085	0.107	-0.349
Si	0.097	-0.174	-0.306
Si	-0.251	0.199	0.013
Si	-0.103	-0.037	0.087
Si	0.235	0.009	-0.059
Si	0.024	0.004	-0.411
Si	-0.009	-0.012	-0.201
Si	-0.11	-0.033	-0.012
Si	-0.002	0.087	0.039
Si	0.207	0.139	-0.394
Si	0.058	0.219	-0.396
Si	-0.129	0.094	-0.248
Si	-0.096	0.02	-0.411
Si	-0.051	0.133	-0.115
Si	-0.129	0.148	-0.505
Si	0.044	-0.18	-0.211
Si	0.06	-0.038	-0.23
Si	-0.497	-0.45	-0.5
Si	0.133	0.091	-0.478
Si	0.075	0.162	-0.093
Si	-0.068	-0.032	-0.199
Si	0.058	0.067	0.093
Si	0.149	0.051	-0.386
Si	-0.054	-0.165	-0.131
Si	-0.007	-0.058	-0.101
O	0.11	-0.146	0.183
O	0.655	0.473	-0.341
O	0.257	0.225	0.157
O	-0.02	-0.04	0.248
O	0.418	0.079	0.113
O	0.293	-0.356	-0.045
O	0.289	-0.044	0.16
O	-0.131	0.223	0.503
O	-0.252	0.296	-0.127
O	0.064	-0.237	0.045
O	0.349	-0.216	-0.238
O	-0.283	-0.142	-0.007
O	0.133	0.401	-0.367
O	-0.265	0.118	0.138
O	-0.145	0.134	0.074
O	-0.046	-0.107	0.145
O	0.182	-0.295	-0.003
O	0.257	-0.041	0.17
O	-0.425	0.436	-0.127
O	-0.242	0.069	0.303
O	-0.177	-0.132	0.33
O	0.239	0.108	0.093
O	-0.185	0.301	0.263
O	0.154	-0.061	0.299
O	-0.007	0.364	0.134
O	0.01	0.07	0.179
O	-0.113	-0.03	0.01
O	0.308	-0.208	0.133
O	0.144	0.132	0.106
O	0.13	-0.151	0.326
O	-0.009	0.087	0.243
O	0.052	0.055	0.286
O	0.255	0.052	0.051
O	-0.259	0.204	0.293
O	0.213	-0.183	0.123
O	0.155	-0.174	0.359
O	-0.083	-0.066	0.158
O	-0.373	-0.355	-0.044
O	0.042	-0.251	-0.369
O	0.098	0.106	0.09
O	0.277	-0.154	0.154
O	0.159	0.147	0.146
O	0.17	-0.083	-0.167
O	0.046	0.131	0.027
O	0.045	-0.152	0.107
O	-0.659	0.795	0.018
O	0.069	-0.168	0.303
O	-0.236	-0.123	-0.029
O	0.044	0.178	0.331
O	0.122	-0.287	0.371
O	-0.047	0.081	0.253
O	0.167	-0.125	-0.075
O	-0.073	0.286	-0.068
O	0.057	0.218	-0.045
O	0.02	-0.032	0.25
O	0.111	-0.233	-0.183
O	0.001	0.18	-0.111
O	0.092	0.31	-0.047
O	0.094	0.224	0.305
O	-0.053	-0.026	-0.041
O	-0.003	-0.03	0.307
O	-0.148	-0.185	0.34
O	-0.078	-0.078	0.242
O	-0.175	0.089	-0.026
O	-0.139	0.494	0.407
O	-0.147	-0.047	-0.154
O	-0.152	-0.054	0.222
O	-0.135	0.181	0.605
O	-0.326	-0.064	0.073
O	0.197	-0.111	0.331
O	0.164	-0.081	-0.17
O	-0.052	0.248	0.542
O	0.106	-0.385	0.124
O	-0.072	0.192	0.426
O	0.098	-0.169	0.379
O	0.17	0.293	0.262
O	-0.271	0.075	-0.047
O	-0.087	-0.041	0.139
O	0.42	0.36	0.404
O	0.011	-0.185	0.344
O	0.061	-0.25	0.1
O	-0.118	-0.096	0.105
O	0.038	0.066	0.225
O	-0.066	0.263	0.325
O	-0.135	-0.134	-0.277
O	0.032	-0.324	0.059
O	-0.086	0.233	-0.188
O	-0.094	0.09	0.503
O	-0.199	-0.026	0.365
O	0.308	-0.015	0.08
O	-0.093	0.063	0.425
O	0.096	0.138	0.533
O	-0.181	0.107	0.317
O	0.01	0.081	0.089
O	-0.065	0.111	-0.127
O	-0.243	0.376	0.052
O	-0.065	0.249	-0.126
O	0.152	0.047	-0.197
O	0.043	-0.116	0.487
O	0.082	0.212	-0.248
O	-0.176	0.169	0.427
O	-0.124	-0.077	-0.131
O	0.078	0.194	-0.007
O	0.299	-0.269	0.478
O	-0.175	-0.305	0.246
O	-0.222	-0.048	0.17
O	0.076	-0.186	-0.024
O	0.147	-0.364	0.057
O	-0.346	-0.428	0.279
O	-0.132	0.253	0.105
O	0.057	0.263	-0.092
O	0.107	-0.073	0.449
O	0.66	-0.114	0.256
O	-0.35	-0.145	0.564
O	-0.163	0.044	0.163
O	0.156	-0.177	-0.038
O	-0.228	0.087	0.273
O	0.23	-0.062	0.041
O	-0.026	-0.144	0.605
O	0.008	-0.412	-0.142
O	0.031	-0.086	0.147
O	-0.209	-0.102	-0.064
O	0.378	0.058	0.506
O	-0.092	0.378	0.458
O	0.205	-0.022	0.184
O	-0.291	-0.195	-0.034
O	-0.002	-0.005	0.04
O	-0.191	0.239	0.369
O	-0.181	0.277	0.044
O	0.16	0.113	0.26
O	-0.208	0.243	0.184
O	-0.338	0.115	0.138
O	0.191	0.067	-0.045
O	0.215	0.276	-0.107
O	0.005	0.265	-0.011
O	0.371	0.252	0.179
O	-0.247	0.38	0.13
O	0.079	0.308	0.149
O	-0.185	-0.508	0.261
O	-0.168	0.1	-0.216
O	-0.343	0.15	0.112
O	-0.018	0.208	-0.572
O	0.272	-0.197	-0.038
O	-0.159	-0.006	-0.126
O	0.335	-0.261	-0.033
O	-0.248	0.045	-0.294
O	0.019	0.162	-0.077
O	-0.052	0.28	-0.245
O	0.315	0.428	0.269
O	-0.246	0.292	0.298
O	-0.052	0.048	-0.124
O	-0.016	0.179	-0.178
O	-0.016	0.088	0.119
O	-0.225	-0.344	-0.142
O	0.103	-0.028	-0.218
O	0.332	-0.336	-0.482
O	0.007	-0.247	0.316
O	-0.412	0.308	-0.159
O	-0.076	-0.008	-0.048
O	0.31	-0.909	0.016
O	-0.153	0.366	-0.014
O	0.033	0.32	-0.468
O	0.238	-0.27	0.086
O	0.004	0.054	-0.281
O	0.044	-0.244	0.156
O	0.08	-0.122	-0.269
O	-0.493	0.35	0.025
O	0.032	-0.012	0.045
O	-0.075	-0.02	-0.15
O	0.198	0.033	-0.198
O	-0.21	0.018	-0.539
O	-0.417	0.063	0.055
O	0.038	0.03	-0.351
O	-0.09	-0.234	-0.352
O	0.103	0.076	-0.036
O	-0.142	-0.056	-0.546
O	0.277	0.204	-0.019
O	-0.002	0.158	0.076
O	-0.018	-0.026	-0.235
